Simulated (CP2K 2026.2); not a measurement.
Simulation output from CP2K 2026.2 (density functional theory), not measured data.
Periodic cell of 1874 atoms, Si1216O658, from a study of silicon, its oxide and their interface. The atomic structure is a simulated model.
Doubt: the forces sum to 2.83 eV/angstrom along one axis rather than to zero, so they err by at least 0.0015 eV/angstrom per atom on average; the grid cutoff is modest.

Settings: functional PBE; method Gaussian and plane waves; basis set DZVP-MOLOPT-SR-GTH; pseudopotentials GTH-PBE; grid cutoff 300 Ry, relative cutoff 40 Ry; k points Gamma only; occupations fixed; spin none; net charge 0.

Cell vectors (angstrom)
a 61.5484 0 0
b 0 15.3871 0
c -5.192 -0.6098 34.2753

Atoms and the computed forces on them: element, x, y, z (angstrom), force x, y, z (eV/angstrom)
Si -3.228 0.769 -2.782 -0.082 -0.051 0.097
Si -4.177 3.542 -3.126 -0.15 -0.087 0.063
Si -1.522 -7.545 -5.005 0.011 0.121 0.111
Si -3.692 7.585 -0.353 -0.021 -0.435 0.552
Si -0.369 0.104 -2.98 0.031 0.014 0.11
Si 0.556 2.906 -3.442 0.001 0.015 0.147
Si -5.688 5.029 -7.246 -0.074 0.016 -0.007
Si -2.214 -5.062 -3.214 0.033 -0.068 -0.03
Si 4.755 0.536 -2.567 -0.072 0.099 0.168
Si 3.58 3.382 -2.81 0.007 0.012 0.151
Si 3.311 -7.506 -2.922 0.044 0.046 0.208
Si 3.157 -4.32 -3.069 -0.049 -0.014 0.247
Si 7.884 -0.032 -2.267 0.128 0.014 0.645
Si 8.618 2.456 -4.085 -0.049 -0.104 0.186
Si 12.33 5.526 -5.347 0.121 -0.037 -0.067
Si 8.216 -3.078 -2.936 -0.138 0.128 0.267
Si 0.915 0.033 -0.266 0.675 0.057 0.362
Si -0.425 4.598 -1.101 0.127 -0.052 0.595
Si 0.5 -8.385 -2.932 -0.01 0.038 0.063
Si -1.009 -6.655 -1.088 -0.115 -0.103 0.089
Si 3.256 0.024 0.196 -0.466 -0.017 0.529
Si 4.178 3.833 0.111 -0.218 -0.016 0.725
Si 4.202 -7.683 0.065 -0.241 -0.006 0.753
Si 3.999 -3.846 -0.085 -0.21 0.052 0.736
Si 8.358 0.03 0.025 0.056 0.054 -0.056
Si 7.324 3.946 0.175 0.145 -0.11 0.745
Si 7.333 -7.621 0.156 0.13 -0.014 0.77
Si 7.191 -3.753 -0.031 0.157 0.039 0.764
Si 10.76 0.02 -0.123 -0.403 0.235 0.488
Si 11.82 4.216 -0.479 -0.222 0.51 0.519
Si 9.39 -7.9 -2.3 -0.047 -0.041 0.085
Si 10.155 -5.292 -3.862 -0.149 -0.088 0.122
Si 0.032 2.292 1.63 -0.018 0.323 0.405
Si 0.003 4.713 1.264 -0.057 -0.01 0.052
Si -0.1 -5.366 1.561 0.04 -0.102 0.728
Si 0.006 -2.283 1.571 0 0.163 0.702
Si 3.804 1.924 1.443 0.013 0.029 -0.024
Si 3.871 5.769 1.369 -0.002 0.039 -0.052
Si 3.774 -5.742 1.318 0.06 -0.005 -0.094
Si 3.74 -1.955 1.345 0.041 0.005 -0.038
Si 7.786 1.932 1.313 -0.063 0.057 -0.02
Si 7.591 5.843 1.488 0.009 0.008 0.004
Si 7.608 -5.644 1.352 -0.045 -0.023 -0.043
Si 7.679 -1.861 1.294 -0.02 -0.055 0.013
Si 11.547 1.652 1.402 -0.019 -0.413 0.467
Si 11.528 5.854 1.175 0.046 -0.009 -0.12
Si 11.477 -5.416 1.49 0.016 -0.222 0.807
Si 11.495 -2.327 1.468 0.037 0.324 0.747
Si -1.923 1.782 2.829 0 0.029 0.06
Si -1.89 5.594 2.533 0.052 0.059 0.02
Si -1.997 -5.755 2.849 -0.018 -0.005 0.003
Si -1.956 -1.996 2.808 -0.023 -0.033 -0.032
Si 1.962 1.938 2.889 0.003 -0.052 0.062
Si 1.855 5.612 2.566 0.002 0.032 0.021
Si 1.89 -5.793 2.724 -0.01 0.002 -0.006
Si 1.941 -2.026 2.846 -0.02 0.038 -0.011
Si 5.813 1.88 2.69 0.009 0.017 -0.016
Si 5.705 5.794 2.851 -0.014 0.009 0.012
Si 5.692 -5.712 2.724 -0.015 0.016 0.054
Si 5.728 -1.859 2.663 -0.023 -0.03 -0.028
Si 9.643 1.961 2.759 0.046 -0.049 -0.034
Si 9.638 5.799 2.633 -0.067 0.007 0.009
Si 9.52 -5.704 2.738 0.036 -0.002 -0.002
Si 9.549 -1.981 2.75 -0.028 -0.001 -0.016
Si -1.911 -0.1 4.18 0.026 0.008 -0.016
Si -1.991 3.792 4.075 -0.002 -0.012 -0.034
Si -1.897 -7.825 3.973 0.015 0.005 -0.041
Si -1.972 -3.868 4.228 0.014 0 0.045
Si 1.927 -0.053 4.133 -0.025 -0.021 -0.002
Si 1.958 3.869 4.165 -0.03 0.015 -0.027
Si 1.842 -7.798 3.961 -0.011 -0.004 -0.054
Si 1.944 -3.931 4.182 -0.04 -0.02 0.009
Si 5.758 0.003 4.097 -0.013 -0.004 0.006
Si 5.769 3.806 4.091 0.002 0.029 -0.034
Si 5.717 -7.634 4.117 -0.009 -0.004 0
Si 5.736 -3.789 4.067 0.023 -0.01 -0.044
Si 9.608 -0.01 4.064 0.032 -0.015 -0.01
Si 9.641 3.899 4.063 0.04 0.023 -0.009
Si 9.606 -7.679 4.026 0.017 -0.024 -0.008
Si 9.551 -3.844 4.166 0.034 0.001 0.002
Si 0.019 -0.053 5.502 0.005 0.003 0.031
Si -0.03 3.834 5.424 0.001 0.007 0.009
Si -0.021 -7.744 5.397 -0.005 0.026 0.038
Si -0.001 -3.881 5.506 -0.01 -0.004 0.014
Si 3.846 -0.012 5.479 -0.007 0.021 0.003
Si 3.872 3.843 5.497 0.021 -0.034 0.026
Si 3.76 -7.714 5.404 -0.013 0 0.002
Si 3.862 -3.853 5.499 0.02 0.002 0.01
Si 7.694 -0.009 5.442 -0.002 0.009 0.006
Si 7.706 3.864 5.42 -0.01 -0.01 0.042
Si 7.684 -7.684 5.419 0.001 0.002 0
Si 7.629 -3.834 5.48 -0.027 0.009 0.029
Si -3.874 -0.014 5.461 -0.018 -0.017 0.008
Si -3.861 3.856 5.472 -0.017 -0.037 0.059
Si -3.826 -7.735 5.38 0.006 0.018 -0.008
Si -3.898 -3.851 5.537 0.015 -0.001 0.011
Si -0.013 1.883 12.273 -0.011 -0.002 -0.012
Si -0.022 5.797 12.271 0.01 -0.019 -0.005
Si -0.048 -5.778 12.296 0.019 0.008 -0.023
Si -0.041 -1.93 12.306 -0.01 -0.023 -0.021
Si 3.845 1.945 12.278 -0.006 0.039 -0.008
Si 3.844 5.772 12.242 -0.002 -0.006 -0.031
Si 3.828 -5.776 12.263 0.018 0.002 -0.008
Si 3.835 -1.908 12.233 0.013 -0.01 -0.023
Si 7.687 1.961 12.216 -0.022 0.01 -0.02
Si 7.695 5.767 12.225 0.002 -0.01 -0.015
Si 7.669 -5.796 12.197 0.013 0.03 -0.022
Si 7.674 -1.895 12.186 -0.019 -0.023 -0.027
Si -3.803 1.921 12.223 0.014 0.012 -0.022
Si -3.823 5.792 12.21 0.002 -0.007 -0.034
Si -3.836 -5.801 12.243 -0.004 0.011 -0.021
Si -3.849 -1.903 12.228 0.02 -0.018 -0.022
Si -1.926 1.845 13.652 0.004 0 0.027
Si -1.951 5.838 13.635 -0.031 0.018 0.034
Si -1.97 -5.772 13.692 -0.031 -0.003 0.008
Si -1.991 -1.942 13.673 -0.01 0.003 0.016
Si 1.906 1.917 13.635 0.02 -0.017 0.001
Si 1.922 5.772 13.6 0.007 0.014 -0.004
Si 1.894 -5.791 13.622 -0.06 0.023 0.015
Si 1.925 -1.903 13.613 0.001 0.005 0.031
Si 5.787 1.952 13.624 0.006 0.004 0.037
Si 5.77 5.8 13.593 -0.014 0.005 0.046
Si 5.771 -5.79 13.597 -0.008 -0.037 0.018
Si 5.767 -1.882 13.573 0 0.022 -0.01
Si 9.657 2.023 13.492 0.003 0.021 0.008
Si 9.659 5.764 13.526 0.002 0.003 -0.006
Si 9.612 -5.802 13.497 0 -0.007 0.025
Si 9.613 -1.855 13.496 -0.002 -0.02 0
Si -1.963 -0.072 15.105 -0.018 0.016 0.021
Si -1.912 3.848 14.865 0.005 -0.03 -0.075
Si -1.959 -7.661 15.11 0.011 -0.018 0.042
Si -2.1 -3.847 15.069 -0.029 -0.028 -0.008
Si 1.946 0 15.019 0.015 0.033 0.002
Si 1.867 3.863 14.961 -0.03 -0.01 -0.016
Si 1.943 -7.719 14.99 0.016 0.007 -0.019
Si 1.858 -3.84 14.934 -0.011 -0.022 -0.032
Si 5.748 0.018 14.988 -0.019 0.037 -0.026
Si 5.815 3.9 14.961 0.023 -0.028 0.011
Si 5.732 -7.693 15.008 -0.011 0.01 -0.033
Si 5.792 -3.824 14.876 0.015 -0.03 -0.032
Si 9.604 0.123 14.795 -0.018 -0.041 -0.009
Si 9.737 3.89 14.927 0.05 0.01 0.006
Si 9.581 -7.722 14.866 0.007 0.065 -0.001
Si 9.614 -3.832 14.743 -0.021 0.016 -0.042
Si 0.04 -0.041 16.402 0.005 0.005 0.012
Si -0.099 3.901 16.309 0.008 0.018 0.037
Si 0.069 -7.746 16.401 -0.076 0.033 0.032
Si -0.103 -3.802 16.278 0.052 -0.037 0.056
Si 3.859 0.025 16.442 0.028 -0.026 0.029
Si 3.82 3.849 16.238 0.004 0.036 0.004
Si 3.822 -7.7 16.427 0.015 -0.007 0.029
Si 3.856 -3.873 16.169 0.022 0.048 0.043
Si 7.739 0.128 16.218 0.031 -0.059 -0.013
Si 7.828 3.989 16.25 -0.062 0.072 0.049
Si 7.702 -7.66 16.293 0.039 0 -0.001
Si 7.765 -3.775 16.149 0.023 0.015 0.026
Si -3.982 -0.061 16.418 0.026 -0.028 0.067
Si -3.745 3.815 16.266 0.055 0.02 0.07
Si -4.024 -7.646 16.342 -0.003 0.046 0.032
Si -4.103 -3.856 16.432 0.009 0.009 0.073
Si -0.082 1.971 17.63 -0.002 -0.04 0.021
Si -0.061 5.726 17.855 0.059 -0.009 -0.043
Si 0.193 -5.708 17.581 0.525 -0.012 -0.451
Si 0.128 -1.988 17.766 0.005 0.105 0.03
Si 3.814 2.031 17.745 -0.012 -0.042 0.084
Si 3.757 5.68 17.702 -0.007 0.009 0.021
Si 3.998 -5.686 17.661 0.052 -0.06 0.071
Si 3.934 -2.046 17.611 -0.478 0.195 -0.225
Si 7.677 2.087 17.569 -0.005 -0.029 0.039
Si 7.663 5.861 17.735 -0.344 -0.035 -0.445
Si 8.199 -5.678 17.461 0.286 -0.021 -0.427
Si 8.348 -1.842 17.362 0.029 -0.001 -0.007
Si -3.874 1.908 17.694 0.013 -0.013 0.004
Si -3.822 5.779 17.569 0.017 0.003 -0.052
Si -4.782 -5.79 17.664 -0.058 -0.046 -0.035
Si -4.738 -1.943 17.741 -0.019 0.021 -0.01
Si -1.959 1.59 19.042 0.093 0.237 -0.755
Si -2.054 6.325 19.058 0.017 0.139 0.049
Si -1.555 8.572 19.763 -0.173 -0.643 -0.358
Si -1.131 -1.452 19.705 0.391 -0.176 -0.561
Si 1.789 2.5 18.907 0.14 0.279 -0.514
Si 2.605 -9.252 21.812 -0.036 -0.121 -0.202
Si 2.079 -5.115 18.892 -0.089 0.322 -0.523
Si 2.095 -2.662 18.926 0.039 -0.095 -0.097
Si 5.787 2.831 18.806 -0.101 0.176 -0.597
Si 5.732 5.234 18.902 -0.018 0.056 -0.032
Si 5.719 -5.765 19.284 -0.227 0.185 -0.625
Si 6.753 -1.69 19.012 0.447 -0.028 -0.338
Si -5.772 2.555 18.926 -0.027 0.292 -0.592
Si -5.504 4.987 19.01 -0.31 -0.139 -0.506
Si -4.284 -5.563 19.949 -0.149 -0.018 -0.808
Si -4.015 -2.46 19.965 -0.159 0.168 -0.663
Si 5.84 -3.322 21.222 0.018 -0.13 -0.168
Si -6.324 -8.965 24.126 0.04 0.03 0.107
Si 6.553 -4.697 23.878 -0.056 -0.041 -0.074
Si 1.875 4.946 19 0.016 -0.186 -0.712
Si 1.529 -2.005 21.088 -0.091 -0.038 -0.628
Si -6.974 3.508 23.857 -0.072 -0.108 -0.029
Si 6.062 0.708 20.7 0.057 0.017 -0.094
Si 1.378 -4.173 23.312 0.084 -0.045 -0.05
Si 6.323 3.125 -8.368 -0.011 -0.065 -0.119
Si 1.059 -6.572 21.51 0.029 0.14 -0.266
Si -1.762 3.237 21.752 0.109 -0.056 -0.079
Si 0.953 2.215 21.82 -0.136 -0.012 -0.098
Si 8.997 -3.616 -8.838 0.014 -0.028 -0.056
Si 8.684 1.177 21.796 0.029 -0.016 -0.226
Si -3.317 5.753 20.984 0.241 0.058 -0.576
Si -6.2 -3.155 24.653 0.028 0.032 -0.151
Si 9.299 -0.878 -7.261 0.066 -0.019 -0.022
Si 0.184 -8.372 -7.28 -0.165 -0.022 0.028
Si -1.027 -3.771 24.995 -0.103 -0.042 -0.039
Si 7.199 -7.369 -7.656 0.173 -0.027 0.096
Si 2.073 -6.07 -7.088 -0.008 0.085 -0.107
Si -3.679 -5.076 24.488 -0.062 -0.06 -0.047
Si 6.615 -7.772 23.345 0.073 0.014 -0.084
Si 11.85 -0.773 -5.588 -0.023 0.081 0.099
Si -4.575 -7.168 22.277 0.11 -0.039 -0.099
Si 5.436 -0.165 24.748 -0.041 0.039 -0.082
Si -0.467 4.28 -6.054 -0.063 -0.069 0.017
Si 6.853 5.262 -6.494 0.03 -0.032 0.074
Si -1.262 -2.477 -4.537 -0.023 0.136 0.105
Si 2.883 3.735 23.632 -0.148 -0.028 -0.048
Si 1.321 -3.675 -5.447 0.15 0.106 0.115
Si -3.228 -0.195 24.91 0.026 0.069 -0.004
Si 4.972 -5.312 -7.143 -0.023 0.141 0.162
Si 9.675 -7.664 -8.874 0.061 0.086 0.059
Si 5.599 2.943 24.681 -0.006 -0.038 0.042
Si 13.22 -0.194 -8.189 -0.047 -0.048 0.044
Si 5.642 -3.378 -4.764 -0.081 0.038 0.041
Si 4.033 -0.98 22.081 0.049 -0.053 -0.01
Si 7.832 4.959 -2.593 0.026 0.031 0.093
Si -0.252 2.324 -8.43 0.005 -0.03 0.087
Si 5.547 6.736 20.708 0.179 -0.446 -0.506
Si -5.035 -1.135 22.653 -0.041 -0.103 -0.185
Si 4.714 -0.466 -5.286 0.109 -0.035 0.099
Si 2.79 -1.45 -7.252 -0.144 -0.122 0.087
Si 5.318 -9.608 -3.753 -0.067 -0.095 0.094
Si 7.165 0.993 -6.411 -0.051 0.019 -0.031
Si -0.936 1.441 23.863 0.06 -0.035 -0.177
Si 9.387 -5.861 -6.783 -0.022 -0.003 -0.001
Si 12.183 0.755 -2.832 -0.058 -0.04 0.078
Si 11.332 3.586 -3.248 -0.146 -0.088 0.064
Si 14.003 -7.355 -5.292 -0.079 0.092 0.05
Si 11.79 7.587 -0.379 -0.073 -0.387 0.557
Si 15.075 0.119 -3.121 -0.016 0.05 0.091
Si 16.062 2.874 -3.632 0.011 -0.014 0.075
Si 9.841 5.062 -7.224 -0.064 -0.01 0.015
Si 13.227 -5.044 -3.365 0.065 -0.085 -0.06
Si 20.021 0.441 -2.158 -0.417 -0.056 0.59
Si 19.035 3.32 -2.769 -0.016 0.027 0.159
Si 18.652 -7.675 -2.884 0.082 0.113 0.1
Si 18.476 -4.51 -3.106 -0.018 -0.003 0.284
Si 23.161 -0.11 -2.096 0.319 -0.012 0.605
Si 23.913 2.394 -3.992 -0.04 -0.102 0.146
Si 27.564 5.385 -5.076 0.095 -0.01 0.009
Si 23.555 -3.135 -2.893 -0.085 0.21 0.208
Si 16.411 0.11 -0.399 0.683 0.063 0.209
Si 14.844 4.616 -1.52 0.046 0.034 0.108
Si 15.863 -8.428 -3.15 0.017 -0.073 0.146
Si 14.508 -6.714 -1.139 -0.147 -0.086 0.058
Si 18.785 0.074 -0.112 -0.058 -0.061 -0.098
Si 19.59 3.869 0.099 -0.209 -0.07 0.684
Si 19.634 -7.693 0.099 -0.24 0.034 0.76
Si 19.436 -3.879 -0.142 -0.198 0.082 0.739
Si 23.982 -0.013 0.072 0.046 0.047 -0.061
Si 22.753 3.961 0.147 0.158 -0.164 0.715
Si 22.769 -7.623 0.171 0.153 -0.013 0.775
Si 22.618 -3.769 -0.004 0.13 0.063 0.76
Si 26.438 -0.146 0.016 -0.211 -0.089 0.428
Si 27.28 3.865 -0.151 -0.23 -0.082 0.704
Si 24.802 -7.88 -2.304 -0.06 -0.016 0.038
Si 25.544 -5.249 -3.846 -0.153 -0.07 0.132
Si 15.49 2.337 1.549 -0.033 0.279 0.477
Si 15.469 4.821 1.389 -0.109 -0.135 0.625
Si 15.333 -5.289 1.498 0.01 -0.094 0.761
Si 15.452 -2.189 1.504 -0.027 0.167 0.712
Si 19.25 1.893 1.33 -0.006 0.089 -0.034
Si 19.281 5.775 1.402 0.006 0.021 -0.064
Si 19.203 -5.73 1.314 0.057 -0.008 -0.093
Si 19.18 -1.894 1.171 0.018 -0.044 -0.039
Si 23.247 1.928 1.258 -0.042 0 -0.024
Si 23.035 5.837 1.493 -0.012 0.005 -0.002
Si 23.024 -5.644 1.376 -0.055 -0.042 -0.054
Si 23.126 -1.861 1.305 -0.054 -0.011 -0.038
Si 27.03 1.88 1.232 0.009 -0.013 -0.009
Si 26.934 5.781 1.202 0.02 0.029 -0.063
Si 26.865 -5.252 1.405 0.028 -0.04 0.732
Si 26.88 -2.137 1.391 0.03 0.541 0.213
Si 13.502 1.813 2.719 -0.034 0.062 0.043
Si 13.491 5.646 2.52 0.049 0.067 -0.002
Si 13.423 -5.728 2.78 -0.02 -0.02 -0.016
Si 13.456 -1.952 2.73 -0.029 -0.042 -0.032
Si 17.415 1.955 2.815 0.005 -0.038 0.066
Si 17.303 5.674 2.661 -0.014 0.024 0.012
Si 17.303 -5.745 2.696 -0.018 -0.009 -0.006
Si 17.407 -1.959 2.749 -0.026 0.005 -0.002
Si 21.247 1.871 2.616 0.015 0.036 0.028
Si 21.137 5.799 2.844 -0.017 -0.006 0.037
Si 21.104 -5.705 2.73 -0.015 0.022 0.055
Si 21.127 -1.829 2.59 -0.027 -0.045 0.004
Si 25.122 2.026 2.665 0.005 -0.017 0.011
Si 25.061 5.822 2.665 -0.038 0.033 0.018
Si 24.957 -5.624 2.721 0.014 -0.022 0.001
Si 24.977 -1.944 2.766 0.03 0.044 -0.007
Si 13.484 -0.06 4.107 0.022 0.003 -0.017
Si 13.423 3.801 4.017 0.027 -0.021 -0.011
Si 13.496 -7.78 3.944 -0.017 -0.001 -0.009
Si 13.438 -3.832 4.157 0.019 0.002 0.044
Si 17.351 -0.02 4.081 -0.03 -0.005 -0.034
Si 17.4 3.86 4.155 -0.032 -0.009 -0.002
Si 17.262 -7.729 3.98 -0.006 0.015 -0.025
Si 17.371 -3.865 4.118 -0.047 -0.004 -0.008
Si 21.165 0.017 4.051 0.003 -0.004 0.006
Si 21.19 3.794 4.052 -0.015 0.027 -0.025
Si 21.132 -7.628 4.112 -0.007 0.001 0.008
Si 21.134 -3.754 4.029 0.017 -0.007 -0.043
Si 25.038 0.061 4.022 0.001 0.025 -0.043
Si 25.065 3.911 4.061 -0.003 0.015 0.003
Si 25.033 -7.622 4.005 0.004 0.01 -0.01
Si 24.962 -3.801 4.182 0.032 0.01 0.014
Si 15.421 -0.037 5.435 0.008 0.008 0.037
Si 15.382 3.832 5.379 -0.005 0.011 0.031
Si 15.372 -7.717 5.374 -0.006 0.001 0.028
Si 15.41 -3.848 5.442 -0.004 -0.011 0.013
Si 19.258 0.009 5.444 0 0.007 0.011
Si 19.305 3.835 5.482 0.025 -0.001 0.028
Si 19.179 -7.687 5.403 -0.008 0.001 0.002
Si 19.267 -3.825 5.468 0.017 -0.009 0.019
Si 23.108 0.024 5.394 -0.006 0.004 0.025
Si 23.116 3.86 5.398 -0.01 -0.01 0.046
Si 23.105 -7.654 5.4 -0.006 0.001 0.003
Si 23.021 -3.8 5.46 -0.031 0.009 0.035
Si 11.536 -0.012 5.432 -0.022 -0.015 0.015
Si 11.55 3.854 5.432 0 -0.028 0.045
Si 11.565 -7.711 5.351 0.025 0.03 -0.009
Si 11.508 -3.837 5.482 0.013 0.002 0.008
Si 15.405 1.89 12.244 -0.009 0.001 -0.008
Si 15.369 5.781 12.262 0.004 0.003 -0.01
Si 15.392 -5.78 12.282 0.005 0.007 -0.019
Si 15.384 -1.952 12.276 -0.011 -0.003 -0.024
Si 19.237 1.945 12.241 0.004 0.024 -0.009
Si 19.232 5.76 12.224 -0.014 -0.008 -0.026
Si 19.23 -5.787 12.215 0.028 0.001 -0.02
Si 19.219 -1.927 12.227 0.013 -0.009 -0.02
Si 23.075 1.968 12.211 -0.015 0 -0.02
Si 23.078 5.761 12.228 -0.004 -0.006 -0.014
Si 23.065 -5.793 12.187 0.008 0.03 -0.024
Si 23.07 -1.905 12.18 -0.006 -0.016 -0.031
Si 11.598 1.934 12.192 0.009 -0.004 -0.023
Si 11.586 5.787 12.203 0 0.016 -0.036
Si 11.566 -5.799 12.205 0.001 0.009 -0.032
Si 11.56 -1.91 12.195 0.013 -0.009 -0.024
Si 13.49 1.863 13.608 0.011 0.007 0.04
Si 13.45 5.804 13.654 0.006 -0.004 0.027
Si 13.447 -5.793 13.636 -0.009 0 0.037
Si 13.438 -1.975 13.623 -0.006 -0.013 -0.012
Si 17.322 1.897 13.62 0.022 -0.023 0.011
Si 17.312 5.752 13.591 0.004 0.013 -0.015
Si 17.344 -5.788 13.624 -0.035 0.012 0.03
Si 17.321 -1.952 13.636 -0.012 0.021 0.023
Si 21.165 1.959 13.595 -0.001 -0.005 0.033
Si 21.151 5.775 13.589 -0.009 0.002 0.055
Si 21.157 -5.807 13.558 -0.018 -0.025 0.007
Si 21.161 -1.904 13.548 0.01 0.011 0.004
Si 25.039 2.03 13.497 -0.005 0.025 0.007
Si 25.03 5.758 13.547 -0.009 0.01 -0.005
Si 24.996 -5.821 13.505 -0.012 -0.009 0.025
Si 24.99 -1.866 13.515 0.003 -0.015 -0.004
Si 13.487 -0.077 14.997 0.001 0.034 -0.005
Si 13.479 3.813 14.92 -0.024 -0.008 -0.041
Si 13.451 -7.66 15.083 -0.018 -0.003 0.052
Si 13.371 -3.888 15.022 -0.021 0.024 -0.031
Si 17.374 -0.028 15.009 0.01 -0.01 -0.011
Si 17.271 3.835 14.95 -0.047 0.016 0.01
Si 17.354 -7.731 14.967 0.041 -0.008 -0.018
Si 17.326 -3.878 15.014 0.018 -0.019 -0.001
Si 21.139 0.012 14.925 0.011 0.027 -0.031
Si 21.189 3.878 14.972 0 -0.017 0.057
Si 21.128 -7.703 14.97 -0.012 0.02 -0.039
Si 21.169 -3.856 14.841 0.008 -0.017 -0.03
Si 24.985 0.129 14.794 -0.025 -0.054 -0.016
Si 25.103 3.883 14.949 0.059 0 0.004
Si 24.944 -7.734 14.892 0.009 0.042 -0.003
Si 24.998 -3.859 14.749 -0.031 0.037 -0.045
Si 15.447 -0.093 16.354 -0.025 0.019 0
Si 15.333 3.83 16.33 0.01 0.018 0.002
Si 15.486 -7.726 16.369 -0.022 0.023 0.03
Si 15.329 -3.944 16.322 0.001 0.007 0.049
Si 19.31 -0.07 16.412 0.003 -0.014 0.004
Si 19.196 3.812 16.263 0.007 -0.009 -0.004
Si 19.246 -7.725 16.393 -0.007 -0.02 0.028
Si 19.352 -3.845 16.283 0.028 0.011 0.021
Si 23.097 0.134 16.179 0.036 -0.032 -0.044
Si 23.192 3.949 16.285 -0.047 0.049 0.047
Si 23.048 -7.704 16.316 0.06 -0.016 -0.001
Si 23.122 -3.843 16.106 0.031 -0.003 0.002
Si 11.458 -0.003 16.21 0.016 -0.034 0.027
Si 11.649 3.795 16.36 0.021 -0.031 0.043
Si 11.398 -7.654 16.341 -0.001 0.026 0.05
Si 11.351 -3.881 16.305 0.018 -0.031 0.1
Si 15.299 1.873 17.647 -0.027 -0.056 0.02
Si 15.4 5.737 17.755 -0.032 -0.122 -0.032
Si 15.572 -5.809 17.753 0.029 0.003 -0.015
Si 15.654 -2.074 17.672 0.475 0.092 -0.406
Si 19.226 1.916 17.681 0.005 -0.002 0.029
Si 19.246 5.676 17.699 0.011 -0.004 0.058
Si 19.387 -5.739 17.664 0.004 -0.048 0.087
Si 19.6 -2.023 17.771 0.036 0.085 -0.014
Si 23.053 2.042 17.611 0.016 -0.021 0.048
Si 23.03 5.81 17.778 -0.429 -0.082 -0.394
Si 23.526 -5.717 17.483 0.274 -0.001 -0.388
Si 23.582 -1.875 17.268 0.043 -0.021 -0.057
Si 11.513 1.79 17.718 0.028 0.044 0.052
Si 11.681 5.802 17.635 -0.023 -0.07 -0.037
Si 10.657 -5.752 17.607 -0.052 -0.023 -0.04
Si 10.767 -1.886 17.427 -0.286 -0.098 -0.63
Si 13.433 1.606 19.105 -0.022 0.044 -0.76
Si 13.517 6.414 19.004 0.064 0.034 -0.038
Si 14.226 -6.717 19.471 0.048 -0.282 -0.64
Si 14.161 -1.316 20.2 0.021 0.075 -0.154
Si 17.216 2.121 18.932 0.159 -0.278 -0.681
Si 17.985 -9.108 21.864 -0.003 -0.12 -0.175
Si 17.516 -5.119 18.956 0 0.243 -0.576
Si 17.605 -2.642 18.961 0.023 -0.07 -0.13
Si 21.126 2.664 18.88 -0.003 0.01 0.031
Si 21.139 5.107 19.005 0.036 -0.006 -0.025
Si 21.052 -5.863 19.311 -0.176 0.132 -0.603
Si 21.865 -1.742 18.814 -0.191 -0.171 -0.607
Si 9.555 2.171 18.983 -0.011 -0.19 -0.739
Si 10.159 5.275 19.313 0.402 0.138 -0.509
Si 11.428 -5.486 19.802 -0.225 -0.074 -0.723
Si 11.48 -2.414 20.393 0.117 -0.108 -0.093
Si 21.173 -3.402 21.123 0.023 -0.12 -0.041
Si 9.254 -8.917 23.934 -0.017 0.049 0.06
Si 21.954 -4.681 23.785 -0.061 -0.025 -0.02
Si 17.321 5.283 18.998 0.098 0.309 -0.742
Si 17.024 -1.946 21.141 0.016 -0.131 -0.54
Si 8.489 3.55 23.693 -0.093 -0.118 -0.039
Si 21.358 0.955 20.411 -0.13 0.45 -0.432
Si 16.723 -4.104 23.336 0.073 0.01 0.001
Si 21.628 3.112 -8.395 0.069 -0.08 -0.128
Si 16.532 -6.506 21.569 0.043 0.038 -0.258
Si 13.791 3.275 21.671 0.067 -0.06 -0.039
Si 16.452 2.002 21.768 -0.109 -0.002 -0.081
Si 24.387 -3.585 -8.908 0.06 -0.015 -0.038
Si 24.078 1.226 21.752 0.078 0.029 -0.182
Si 12.504 -9.426 21.089 0.175 0.051 -0.558
Si 9.08 -3.241 24.836 0.049 -0.027 -0.099
Si 24.662 -0.862 -7.357 0.087 0.008 0.037
Si 15.652 -8.321 -7.464 -0.187 0.009 0.004
Si 14.376 -3.631 25.062 -0.076 0.014 -0.029
Si 22.659 -7.311 -7.691 0.162 -0.031 0.126
Si 17.562 -6.06 -7.133 0.02 0.106 -0.1
Si 11.735 -4.97 24.54 -0.039 -0.044 -0.063
Si 22.073 -7.793 23.365 0.117 0.032 -0.124
Si 27.181 -0.921 -5.617 -0.037 0.063 0.102
Si 11.144 -7.092 22.263 0.155 -0.023 -0.03
Si 20.911 -0.123 24.711 -0.018 0.007 0.013
Si 15.048 4.296 -6.215 -0.062 -0.039 0.041
Si 22.21 5.291 -6.559 0.066 -0.052 0.068
Si 14.154 -2.47 -4.61 -0.019 0.144 0.083
Si 18.229 3.669 23.529 -0.147 -0.015 -0.02
Si 16.729 -3.697 -5.454 0.15 0.145 0.098
Si 12.163 -0.229 24.928 0.071 0.062 0.002
Si 20.439 -5.275 -7.228 -0.022 0.102 0.186
Si 25.188 -7.655 -8.808 0.053 0.06 0.076
Si 20.995 2.989 24.613 0.006 -0.022 0.072
Si 28.683 -0.218 -8.149 -0.091 -0.037 0.061
Si 21.028 -3.514 -4.73 -0.037 0.086 0.046
Si 19.55 -0.899 22.011 0.138 0.049 -0.005
Si 23.247 4.99 -2.619 0.055 0.001 0.039
Si 15.166 2.305 -8.549 -0.038 -0.005 0.011
Si 20.953 6.659 20.78 0.114 -0.427 -0.494
Si 10.153 -1.219 22.869 0.026 0.019 -0.075
Si 20.143 -0.523 -5.014 0.081 0.002 0.143
Si 18.259 -1.388 -7.104 -0.094 -0.093 0.054
Si 20.736 5.729 -3.777 -0.091 -0.091 0.088
Si 22.522 0.977 -6.333 -0.069 0.026 -0.007
Si 14.454 1.388 23.8 0.042 0.007 -0.154
Si 24.844 -5.782 -6.788 -0.017 -0.003 0.01
Si 27.741 0.486 -2.899 0.629 -0.219 0.049
Si 26.692 3.35 -2.986 -0.133 -0.013 0.033
Si 29.225 -7.592 -4.979 -0.039 0.133 0.086
Si 27.171 7.568 -0.348 -0.053 -0.368 0.497
Si 30.01 0.169 -3.206 -0.686 0.171 0.177
Si 31.431 2.871 -3.39 -0.023 -0.054 0.094
Si 25.246 5.003 -7.177 -0.053 0.015 -0.033
Si 28.6 -5.064 -3.207 0.076 -0.053 -0.047
Si -25.784 0.56 -2.513 -0.14 0.085 0.186
Si -27.125 3.349 -2.773 -0.023 0.011 0.133
Si -27.51 -7.565 -2.87 0.036 0.086 0.165
Si -27.617 -4.382 -3.047 -0.077 -0.015 0.219
Si -22.73 0.004 -2.274 0.109 -0.012 0.645
Si -22.084 2.495 -4.027 -0.052 -0.111 0.17
Si -18.396 5.515 -5.067 0.118 -0.012 -0.05
Si -22.496 -3.038 -2.887 -0.159 0.122 0.244
Si 31.291 0.113 -0.364 0.063 0.1 0.259
Si 30.358 4.461 -1.002 0.214 0.056 0.639
Si 31.227 -8.481 -2.884 0.06 0.017 0.087
Si 29.857 -6.649 -1.052 -0.1 -0.04 0.046
Si 34.385 0.041 0.208 0.102 -0.037 0.801
Si 34.993 3.867 0.122 -0.249 0.007 0.737
Si 35.009 -7.661 0.106 -0.225 -0.017 0.76
Si 34.797 -3.861 -0.071 -0.228 0.068 0.727
Si 39.158 0.078 0.043 0.054 0.048 -0.035
Si 38.129 4.001 0.197 0.128 -0.128 0.727
Si 38.136 -7.589 0.169 0.15 0.004 0.76
Si 37.981 -3.719 -0.003 0.125 0.025 0.762
Si -19.981 0.162 -0.135 -0.371 0.321 0.524
Si -18.955 3.906 -0.168 -0.227 -0.019 0.727
Si -21.356 -7.895 -2.286 -0.056 -0.042 0.076
Si -20.533 -5.259 -3.78 -0.105 -0.149 0.136
Si 30.797 2.363 1.67 0.078 0.261 0.46
Si 30.823 4.777 1.318 -0.054 -0.018 0.026
Si 30.72 -5.298 1.568 0.011 -0.082 0.743
Si 30.754 -2.233 1.654 0.056 0.15 0.686
Si 34.663 1.972 1.47 0.004 -0.005 -0.051
Si 34.676 5.791 1.393 -0.005 0.037 -0.072
Si 34.577 -5.727 1.354 0.052 -0.001 -0.109
Si 34.552 -1.969 1.364 0.039 0.024 -0.074
Si 38.577 1.981 1.317 -0.038 0.062 -0.021
Si 38.384 5.885 1.519 -0.006 0.008 0.003
Si 38.406 -5.613 1.369 -0.048 -0.027 -0.041
Si 38.482 -1.825 1.306 -0.037 -0.057 0.018
Si -19.198 1.949 1.216 0.007 0.05 -0.049
Si -19.279 5.797 1.222 0.028 0.019 -0.09
Si -19.322 -5.373 1.46 0.061 -0.185 0.754
Si -19.255 -2.292 1.462 0.015 0.213 0.739
Si 28.809 1.912 2.792 0.035 0.018 0.042
Si 28.897 5.648 2.539 0.027 0.051 0.058
Si 28.764 -5.663 2.777 -0.016 -0.014 -0.022
Si 28.762 -1.949 2.817 -0.007 -0.042 -0.029
Si 32.768 1.948 2.852 0.001 -0.027 0.023
Si 32.67 5.651 2.596 0.001 0.036 0.025
Si 32.688 -5.752 2.749 -0.013 -0.001 0.001
Si 32.737 -1.98 2.852 -0.022 0.018 -0.008
Si 36.637 1.929 2.731 0.017 -0.013 0.013
Si 36.5 5.819 2.875 -0.009 0.008 0.024
Si 36.495 -5.692 2.747 -0.008 0.025 0.054
Si 36.532 -1.847 2.683 -0.017 -0.024 0.006
Si -21.069 2.037 2.688 0.023 -0.052 -0.008
Si -21.141 5.827 2.684 -0.025 0.015 0.039
Si -21.239 -5.656 2.765 0.03 -0.003 0.014
Si -21.196 -1.954 2.756 -0.017 -0.001 -0.039
Si 28.837 -0.009 4.121 0.052 -0.003 0.03
Si 28.789 3.864 4.097 0.03 0.023 -0.032
Si 28.866 -7.742 3.928 0.023 0.003 -0.055
Si 28.783 -3.827 4.219 0.042 0.018 0.064
Si 32.727 -0.015 4.135 -0.058 -0.015 -0.011
Si 32.758 3.875 4.154 -0.035 0.008 -0.019
Si 32.632 -7.76 3.975 -0.013 0.005 -0.046
Si 32.737 -3.888 4.191 -0.036 -0.003 0.009
Si 36.554 0.027 4.103 -0.024 0 -0.008
Si 36.576 3.841 4.127 -0.003 0.036 -0.025
Si 36.507 -7.611 4.136 -0.011 0.001 0.002
Si 36.539 -3.77 4.088 0.019 -0.007 -0.044
Si -21.124 0.049 4.016 0.019 0.004 -0.028
Si -21.116 3.916 4.076 0.007 0.035 0.002
Si -21.154 -7.639 4.046 0 -0.007 -0.016
Si -21.207 -3.806 4.185 0.026 0.004 0.007
Si 30.78 -0.009 5.457 0.001 0.005 0.045
Si 30.766 3.858 5.416 -0.011 0.013 0.02
Si 30.743 -7.7 5.37 0.007 0.009 0.043
Si 30.77 -3.845 5.487 -0.016 -0.016 0.015
Si 34.641 0.014 5.486 -0.002 0.016 -0.005
Si 34.659 3.855 5.504 0.024 -0.026 0.027
Si 34.546 -7.691 5.414 -0.007 0.001 0.003
Si 34.654 -3.83 5.508 0.017 -0.005 0.011
Si -23.041 0.023 5.417 0.014 -0.006 0.018
Si -23.04 3.878 5.447 -0.002 -0.01 0.045
Si -23.075 -7.662 5.435 0.003 0.007 0.005
Si -23.125 -3.814 5.5 -0.015 0.011 0.034
Si 26.914 0.015 5.459 -0.014 -0.026 0.003
Si 26.924 3.888 5.487 -0.001 -0.039 0.044
Si 26.96 -7.691 5.364 0.004 -0.004 -0.015
Si 26.875 -3.832 5.544 0.018 0 0.009
Si 30.778 1.891 12.259 0.004 -0.002 -0.007
Si 30.757 5.792 12.288 0.007 0.001 -0.006
Si 30.777 -5.763 12.326 0.003 0.003 -0.027
Si 30.759 -1.957 12.305 -0.014 -0.01 -0.032
Si 34.614 1.94 12.252 -0.014 0.027 -0.009
Si 34.619 5.763 12.24 -0.018 -0.005 -0.023
Si 34.6 -5.768 12.257 0.02 -0.002 -0.015
Si 34.596 -1.935 12.247 0 0.003 -0.018
Si -23.078 1.958 12.189 -0.011 0.002 -0.016
Si -23.079 5.761 12.219 0.005 -0.008 -0.012
Si -23.092 -5.794 12.187 0.007 0.028 -0.025
Si -23.093 -1.911 12.168 -0.006 -0.019 -0.025
Si 26.988 1.945 12.214 0.004 -0.011 -0.024
Si 26.966 5.793 12.234 0.001 0.015 -0.039
Si 26.961 -5.793 12.236 0.008 0.002 -0.023
Si 26.943 -1.907 12.223 0.017 -0.006 -0.017
Si 28.876 1.867 13.641 0.016 0.01 0.036
Si 28.839 5.819 13.677 0.005 -0.003 0.021
Si 28.837 -5.768 13.686 -0.009 0.007 0.025
Si 28.817 -1.972 13.663 -0.015 -0.024 -0.013
Si 32.692 1.885 13.629 0.032 -0.019 0.009
Si 32.704 5.763 13.612 0.002 0.008 -0.013
Si 32.716 -5.757 13.689 -0.039 0.023 0.028
Si 32.693 -1.971 13.66 -0.004 0.018 0.028
Si 36.559 1.942 13.577 0.003 -0.006 0.023
Si 36.545 5.769 13.592 -0.002 -0.011 0.045
Si 36.549 -5.801 13.568 -0.009 -0.013 -0.003
Si 36.548 -1.92 13.551 0.009 0.024 0.007
Si -21.106 2.02 13.458 0.001 0.022 0.006
Si -21.118 5.764 13.518 -0.009 -0.002 -0.006
Si -21.166 -5.811 13.51 0.001 0.01 0.017
Si -21.155 -1.878 13.476 0.018 -0.012 -0.001
Si 28.86 -0.076 15.038 -0.004 0.014 0.025
Si 28.882 3.828 14.939 -0.015 -0.001 -0.039
Si 28.84 -7.647 15.114 -0.021 -0.008 0.046
Si 28.741 -3.866 15.096 -0.036 0.007 -0.017
Si 32.725 -0.048 15.013 -0.008 0.011 -0.003
Si 32.654 3.829 14.944 -0.036 0.009 0.006
Si 32.749 -7.722 14.998 0.05 -0.006 -0.007
Si 32.673 -3.849 15.112 -0.01 -0.044 0.013
Si 36.518 -0.001 14.914 -0.002 0.034 -0.014
Si 36.59 3.853 14.956 -0.014 -0.005 0.04
Si 36.524 -7.702 14.968 -0.013 0.011 -0.038
Si 36.55 -3.861 14.871 0.013 -0.021 -0.036
Si -21.152 0.109 14.74 -0.024 -0.061 -0.012
Si -21.033 3.877 14.899 0.058 0.004 -0.002
Si -21.202 -7.737 14.879 0 0.044 0.014
Si -21.18 -3.839 14.754 -0.03 0.003 -0.063
Si 30.823 -0.092 16.405 0.005 0.048 0.004
Si 30.742 3.854 16.351 0.022 0.027 0.016
Si 30.882 -7.706 16.401 -0.021 0.019 0.038
Si 30.664 -3.867 16.469 -0.006 -0.019 0.054
Si 34.665 -0.11 16.383 -0.007 0 -0.004
Si 34.586 3.758 16.233 0.03 -0.066 -0.023
Si 34.657 -7.735 16.411 -0.015 -0.03 0.026
Si 34.74 -3.861 16.339 0.024 0.005 0.021
Si 38.513 0.089 16.115 0.025 -0.037 -0.026
Si 38.616 3.917 16.234 -0.055 0.013 0.018
Si 38.449 -7.721 16.299 0.061 0.015 0.014
Si 38.504 -3.826 16.139 0.035 -0.035 0.002
Si 26.813 -0.013 16.233 -0.014 -0.038 0.05
Si 27.037 3.807 16.35 0.012 -0.028 0.042
Si 26.772 -7.647 16.35 -0.001 0.022 0.054
Si 26.692 -3.886 16.353 0.013 -0.015 0.121
Si 30.721 1.899 17.663 -0.046 -0.037 0.012
Si 30.836 5.754 17.794 -0.01 -0.121 -0.022
Si 30.953 -5.794 17.801 0.047 0.014 -0.031
Si 30.988 -1.985 17.861 0.023 0.079 -0.015
Si 34.606 1.851 17.651 -0.074 0.04 -0.02
Si 34.657 5.617 17.648 0.074 0.017 0.066
Si 34.79 -5.763 17.727 0.026 -0.053 0.087
Si 34.984 -2.008 17.797 0.038 0.093 -0.013
Si 38.526 1.977 17.523 0.006 -0.039 0.046
Si 38.434 5.764 17.727 -0.435 -0.092 -0.416
Si 38.948 -5.727 17.463 0.281 -0.02 -0.422
Si 38.917 -1.849 17.335 0.046 -0.002 0.019
Si 26.918 1.813 17.699 0.048 0.026 0.023
Si 27.082 5.809 17.626 -0.031 -0.072 -0.041
Si 25.983 -5.778 17.635 -0.058 -0.027 -0.059
Si 26.01 -1.886 17.431 -0.201 -0.114 -0.672
Si 28.84 1.56 19.064 0.03 0.178 -0.723
Si 28.92 6.411 18.993 0.084 0.031 -0.044
Si 29.579 -6.714 19.486 0.062 -0.267 -0.694
Si 29.765 -1.415 19.821 0.31 -0.134 -0.609
Si 32.63 2.122 18.975 0.169 -0.291 -0.658
Si -28.117 -8.994 21.909 0.055 -0.201 -0.207
Si 32.907 -5.136 19.017 -0.015 0.219 -0.604
Si 33.008 -2.648 19.003 0.007 -0.059 -0.098
Si 36.582 2.418 18.766 0.016 0.022 0.03
Si 36.552 4.871 18.845 -0.003 -0.215 -0.681
Si 36.518 -5.882 19.324 -0.257 0.14 -0.553
Si 37.182 -1.555 18.918 -0.121 0.361 -0.458
Si 24.981 2.194 18.969 -0.066 -0.201 -0.729
Si 25.553 5.308 19.297 0.421 0.178 -0.5
Si 26.741 -5.535 19.833 -0.274 -0.086 -0.675
Si 26.993 -2.493 20.282 0.054 -0.131 -0.06
Si -24.965 -3.426 21.192 -0.003 -0.093 -0.106
Si 24.72 -8.946 24.094 0.006 0.024 0.037
Si -24.17 -4.573 23.904 -0.101 0.017 -0.032
Si 32.789 5.28 19.011 0.002 0.268 -0.797
Si 32.415 -1.952 21.171 -0.01 -0.066 -0.556
Si 23.99 3.509 23.883 -0.112 -0.159 -0.062
Si 36.824 0.533 20.141 0.079 0.185 -0.811
Si 32.081 -4.098 23.408 0.092 -0.006 0.004
Si -24.438 3.197 -8.372 0.039 -0.069 -0.112
Si 31.847 -6.495 21.624 0.057 0.105 -0.292
Si 29.203 3.245 21.688 0.075 -0.051 -0.094
Si 31.869 2.019 21.824 -0.118 -0.018 -0.094
Si -21.773 -3.529 -8.858 0.023 -0.051 -0.029
Si -22.102 1.203 21.682 0.077 0.032 -0.19
Si 27.905 -9.436 21.062 0.152 0.053 -0.581
Si 24.541 -3.333 24.832 0.032 0.039 -0.065
Si -21.429 -0.798 -7.335 0.086 0.002 0
Si 30.982 -8.373 -7.211 -0.161 -0.005 0.036
Si 29.713 -3.629 25.157 -0.085 -0.056 -0.075
Si -23.464 -7.233 -7.618 0.123 -0.025 0.12
Si -28.576 -6.123 -7.036 -0.004 0.085 -0.113
Si 27.128 -5.093 24.639 -0.046 -0.009 -0.041
Si -23.975 -7.685 23.569 0.072 0.021 -0.035
Si -18.881 -0.809 -5.625 -0.035 0.078 0.079
Si 26.582 -7.134 22.315 0.137 -0.012 -0.051
Si -25.19 -0.069 24.707 -0.036 0 -0.055
Si 30.377 4.295 -5.895 -0.031 -0.048 0.061
Si -23.862 5.356 -6.465 0.092 -0.037 0.071
Si 29.479 -2.534 -4.641 -0.084 0.121 0.052
Si -27.853 3.715 23.546 -0.141 -0.013 -0.072
Si 32.153 -3.635 -5.438 0.08 0.146 0.164
Si 27.476 0.012 25.044 0.113 0.045 0.036
Si -25.728 -5.279 -7.097 -0.03 0.073 0.153
Si -20.941 -7.596 -8.717 0.038 0.084 0.092
Si -25.115 3.041 24.728 -0.013 -0.021 0.073
Si -17.424 -0.128 -8.176 -0.08 -0.066 0.041
Si -25.105 -3.389 -4.689 -0.075 0.069 0.048
Si -26.605 -0.968 22.013 0.115 0.057 -0.006
Si -22.931 4.986 -2.569 0.055 0.043 0.068
Si 30.54 2.38 -8.211 -0.045 -0.03 -0.008
Si -25.163 -8.529 21.035 -0.044 -0.025 -0.069
Si 25.595 -1.256 22.828 -0.01 -0.04 -0.102
Si -26.037 -0.448 -5.177 0.121 -0.042 0.112
Si -27.984 -1.294 -7.147 -0.14 -0.105 0.049
Si -25.451 -9.614 -3.732 -0.076 -0.092 0.088
Si -23.576 1.047 -6.367 -0.061 0.048 -0.002
Si 29.87 1.459 23.886 0.053 -0.02 -0.153
Si -21.275 -5.715 -6.712 -0.038 0.003 0.02
Si -18.557 0.7 -2.851 -0.06 -0.045 0.089
Si -19.392 3.522 -3.08 -0.136 -0.066 0.11
Si -16.7 -7.369 -5.073 -0.021 0.004 0.057
Si -19.046 7.564 -0.313 -0.081 -0.384 0.525
Si -15.706 0.104 -3.067 0.01 0.035 0.107
Si -14.648 2.929 -3.303 -0.049 0.07 0.159
Si -20.829 5.093 -7.081 -0.038 -0.02 0.064
Si -17.475 -4.999 -3.301 0.042 -0.076 -0.051
Si -10.732 0.365 -2.151 -0.433 -0.048 0.648
Si -11.6 3.246 -2.71 -0.004 0.093 0.174
Si -12.164 -7.641 -2.714 0.028 0.065 0.08
Si -12.294 -4.514 -3.055 -0.04 0.013 0.247
Si -7.625 -0.119 -2.104 0.296 0.052 0.602
Si -6.976 2.437 -3.976 -0.05 -0.049 0.186
Si -3.251 5.501 -5.304 0.14 -0.057 -0.05
Si -7.152 -3.099 -2.853 -0.057 0.151 0.248
Si -14.276 -0.139 -0.454 0.729 0.114 0.247
Si -15.953 4.668 -1.127 0.292 0.315 0.621
Si -15.148 -8.25 -2.63 -0.142 0.488 0.468
Si -16.212 -6.826 -1.17 0.344 -0.374 -0.428
Si -11.917 0.021 -0.092 -0.071 -0.012 -0.126
Si -10.835 3.89 0.151 0.34 -0.129 0.586
Si -10.715 -7.67 0.148 0.269 -0.044 0.697
Si -11.294 -3.896 -0.116 -0.187 0.038 0.734
Si -6.997 0.029 0.122 0.016 0.077 -0.068
Si -8.349 3.954 0.201 -0.417 -0.164 0.642
Si -8.256 -7.63 0.221 -0.347 -0.061 0.579
Si -8.132 -3.777 0.011 0.118 0.036 0.779
Si -4.619 0.056 -0.089 -0.345 0.241 0.474
Si -3.469 4.257 -0.437 -0.259 0.431 0.58
Si -6.212 -7.869 -2.235 -0.086 -0.014 0.158
Si -5.287 -5.316 -3.853 -0.154 -0.092 0.145
Si -15.253 1.992 1.532 -0.034 -0.273 0.741
Si -15.34 5.211 1.139 -0.127 0.557 -0.087
Si -15.357 -5.444 1.44 -0.046 -0.177 0.781
Si -15.268 -2.328 1.475 -0.071 0.221 0.77
Si -11.466 1.901 1.304 0.014 0.063 -0.017
Si -11.362 5.805 1.391 0.005 0.02 -0.098
Si -11.474 -5.766 1.333 0.032 -0.045 -0.09
Si -11.551 -1.93 1.22 0 -0.052 -0.038
Si -7.638 1.973 1.313 -0.034 0.035 -0.015
Si -7.801 5.827 1.505 0.004 0.008 -0.034
Si -7.777 -5.671 1.405 -0.02 -0.053 -0.054
Si -7.679 -1.878 1.346 -0.015 -0.069 0.001
Si -3.774 1.706 1.385 -0.165 -0.357 0.435
Si -3.851 5.853 1.22 0.018 0.026 -0.145
Si -3.917 -5.401 1.531 0.016 -0.207 0.817
Si -3.888 -2.318 1.502 0.022 0.297 0.741
Si -17.314 1.811 2.652 0.051 -0.008 -0.013
Si -17.287 5.708 2.521 0.074 0.066 0.002
Si -17.331 -5.764 2.689 -0.003 0.011 -0.04
Si -17.272 -1.983 2.69 -0.002 -0.051 -0.043
Si -13.303 1.882 2.788 -0.038 -0.059 0.014
Si -13.425 5.752 2.524 -0.059 0.023 0.013
Si -13.405 -5.804 2.687 -0.012 0.054 0.013
Si -13.348 -2.005 2.761 -0.042 0.024 0.003
Si -9.562 1.857 2.703 -0.008 0.039 -0.026
Si -9.62 5.815 2.939 -0.008 -0.003 0.023
Si -9.647 -5.681 2.812 -0.002 0.006 0.021
Si -9.642 -1.853 2.659 -0.02 -0.031 -0.022
Si -5.727 2.037 2.7 0.053 -0.089 -0.046
Si -5.751 5.8 2.646 -0.069 0.008 0.029
Si -5.862 -5.702 2.778 0.034 0.025 0.002
Si -5.82 -1.977 2.789 -0.01 0.017 0.007
Si -17.305 -0.065 4.05 0.035 0.009 -0.007
Si -17.312 3.807 3.959 0.047 -0.011 0.012
Si -17.295 -7.757 3.948 0.002 0.003 -0.004
Si -17.295 -3.872 4.1 0.016 -0.006 0.049
Si -13.39 -0.06 4.094 -0.015 -0.013 -0.017
Si -13.405 3.875 4.019 -0.054 -0.011 0.002
Si -13.469 -7.754 3.982 -0.006 0.004 -0.007
Si -13.379 -3.913 4.113 -0.036 -0.013 -0.007
Si -9.617 -0.006 4.111 0.013 -0.005 0.013
Si -9.611 3.793 4.109 -0.004 0.033 -0.016
Si -9.631 -7.612 4.182 -0.023 0.01 0.021
Si -9.632 -3.75 4.105 0.02 0.009 -0.019
Si -5.763 0.04 4.035 0.04 -0.011 -0.041
Si -5.752 3.912 4.084 0.039 0.031 -0.011
Si -5.777 -7.683 4.05 0.01 -0.02 -0.022
Si -5.833 -3.839 4.202 0.035 0 -0.008
Si -15.361 -0.024 5.394 0.013 -0.012 0.044
Si -15.372 3.839 5.332 0.001 0.009 0.041
Si -15.388 -7.717 5.35 0.007 0.005 0.038
Si -15.348 -3.868 5.423 -0.011 0.002 0.008
Si -11.52 -0.022 5.493 -0.014 0.005 0.002
Si -11.54 3.841 5.453 0.018 0.024 0.001
Si -11.592 -7.696 5.447 -0.003 0.009 0.009
Si -11.515 -3.841 5.505 0.013 -0.016 0.023
Si -7.67 0.003 5.438 0.001 0.011 -0.003
Si -7.682 3.852 5.443 -0.008 0.003 0.037
Si -7.675 -7.676 5.469 0.003 0.003 0.006
Si -7.748 -3.814 5.515 -0.011 0.008 0.028
Si -19.221 -0.014 5.414 -0.016 -0.016 0.007
Si -19.182 3.864 5.402 0.001 -0.012 0.008
Si -19.201 -7.69 5.369 0.015 0.002 -0.001
Si -19.223 -3.84 5.455 0.008 0 0.006
Si -15.374 1.895 12.255 -0.007 -0.001 -0.014
Si -15.406 5.792 12.259 0.002 -0.008 -0.01
Si -15.394 -5.769 12.304 0.011 0.008 -0.025
Si -15.394 -1.942 12.298 -0.014 -0.004 -0.028
Si -11.544 1.931 12.269 -0.017 0.028 -0.018
Si -11.549 5.771 12.235 -0.016 -0.015 -0.025
Si -11.552 -5.781 12.282 0.01 0.002 -0.011
Si -11.561 -1.923 12.27 0.009 -0.013 -0.019
Si -7.694 1.933 12.244 -0.017 0.007 -0.022
Si -7.706 5.761 12.229 0.01 -0.021 -0.017
Si -7.727 -5.8 12.221 0.024 0.033 -0.023
Si -7.713 -1.901 12.217 -0.016 -0.031 -0.033
Si -19.159 1.934 12.176 -0.002 -0.009 -0.025
Si -19.19 5.797 12.194 0.006 0.011 -0.039
Si -19.2 -5.792 12.229 0.011 0.002 -0.031
Si -19.197 -1.911 12.195 0.013 -0.015 -0.027
Si -17.288 1.866 13.617 0.013 0.011 0.035
Si -17.328 5.833 13.638 0.009 0 0.027
Si -17.324 -5.77 13.678 -0.018 0.001 0.027
Si -17.336 -1.961 13.65 -0.023 -0.014 -0.01
Si -13.465 1.902 13.64 0.025 -0.011 0.017
Si -13.469 5.77 13.593 0.008 0.005 -0.004
Si -13.464 -5.762 13.671 -0.046 0.007 0.024
Si -13.468 -1.939 13.671 -0.003 0.018 0.026
Si -9.608 1.929 13.618 0.019 -0.003 0.033
Si -9.626 5.788 13.593 0 0.011 0.045
Si -9.612 -5.83 13.628 -0.001 -0.02 0.018
Si -9.617 -1.893 13.597 0 0.01 0.009
Si -5.729 1.967 13.539 0.01 0.039 0.002
Si -5.75 5.76 13.53 -0.006 0.009 0
Si -5.791 -5.803 13.529 -0.016 -0.043 0.017
Si -5.784 -1.877 13.546 0.005 -0.018 0.03
Si -17.294 -0.065 15.03 0.001 0.01 0.018
Si -17.3 3.843 14.882 -0.027 -0.017 -0.057
Si -17.311 -7.655 15.101 -0.01 -0.003 0.046
Si -17.436 -3.858 15.073 -0.033 0.008 -0.016
Si -13.416 -0.015 15.04 -0.014 0.017 0.001
Si -13.505 3.856 14.949 0 0.006 -0.024
Si -13.428 -7.722 14.985 0.032 0.001 -0.022
Si -13.527 -3.847 15.074 -0.01 -0.042 -0.001
Si -9.625 0.016 15.005 -0.005 -0.008 -0.03
Si -9.591 3.877 14.935 0.002 -0.015 -0.01
Si -9.618 -7.742 15.055 -0.017 0.029 -0.029
Si -9.606 -3.851 14.88 0.024 -0.02 -0.038
Si -5.756 0.073 14.882 -0.017 -0.033 -0.008
Si -5.686 3.873 14.909 0.006 0.003 -0.03
Si -5.829 -7.729 14.878 0.021 0.048 -0.036
Si -5.781 -3.851 14.802 -0.021 0.023 -0.029
Si -15.332 -0.061 16.408 -0.005 0.043 0.021
Si -15.458 3.879 16.289 0.011 0.019 0.044
Si -15.278 -7.727 16.408 -0.03 0.021 0.049
Si -15.524 -3.865 16.445 -0.01 -0.03 0.072
Si -11.495 -0.019 16.46 0.006 -0.015 0.027
Si -11.556 3.843 16.235 -0.028 0.031 0.015
Si -11.551 -7.75 16.427 -0.016 -0.001 0.032
Si -11.466 -3.855 16.27 0.022 0.012 0.022
Si -7.639 0.119 16.257 0.016 -0.042 -0.028
Si -7.603 3.959 16.223 0.022 0.041 0.014
Si -7.647 -7.744 16.375 0.01 0.017 0
Si -7.652 -3.825 16.166 0.016 -0.008 0.001
Si -19.349 -0.014 16.209 -0.014 -0.033 0.052
Si -19.119 3.825 16.32 0.02 -0.028 0.04
Si -19.371 -7.643 16.336 -0.005 0.018 0.053
Si -19.477 -3.867 16.345 0.001 -0.017 0.128
Si -15.427 1.963 17.629 -0.014 -0.045 0.029
Si -15.311 5.711 17.797 0.025 -0.086 -0.061
Si -15.235 -5.796 17.779 0.044 0.006 -0.041
Si -15.218 -1.979 17.835 0.051 0.104 -0.033
Si -11.537 2.012 17.711 0.003 -0.041 0.09
Si -11.516 5.65 17.738 -0.021 0.003 0.047
Si -11.409 -5.744 17.654 0.022 -0.035 0.097
Si -11.254 -2.033 17.734 0.065 0.115 -0.022
Si -7.669 2.096 17.597 -0.033 -0.091 0.101
Si -7.524 5.727 17.812 0.041 0.048 0.072
Si -7.243 -5.724 17.502 0.294 -0.017 -0.427
Si -7.19 -1.882 17.406 0.07 -0.015 0.023
Si -19.213 1.828 17.653 0.038 0.022 0.006
Si -19.064 5.817 17.618 -0.026 -0.082 -0.037
Si -20.152 -5.774 17.621 -0.053 -0.022 -0.053
Si -20.179 -1.868 17.423 -0.232 -0.095 -0.707
Si -17.306 1.601 19.033 0.066 0.185 -0.736
Si -17.224 6.392 19.008 0.079 0.053 -0.016
Si -16.571 -6.719 19.494 0.067 -0.283 -0.692
Si -16.422 -1.387 19.798 0.272 -0.146 -0.624
Si -13.538 2.469 18.899 0.14 0.295 -0.497
Si -12.786 -9.303 21.845 -0.055 -0.101 -0.194
Si -13.271 -5.122 18.95 -0.045 0.225 -0.613
Si -13.2 -2.656 18.96 0.016 -0.076 -0.107
Si -9.584 2.797 18.825 -0.028 0.208 -0.597
Si -9.522 5.19 18.946 0.006 0.095 -0.029
Si -9.746 -5.869 19.3 -0.159 0.147 -0.678
Si -9.061 -1.724 18.791 -0.095 -0.244 -0.676
Si 40.418 2.197 18.937 -0.069 -0.257 -0.687
Si -20.615 5.322 19.271 0.448 0.182 -0.505
Si -19.407 -5.522 19.828 -0.248 -0.096 -0.69
Si -19.19 -2.463 20.268 0.083 -0.126 -0.061
Si -9.686 -3.428 21.174 0.015 -0.116 -0.14
Si -21.384 -8.964 24.085 0.032 0.004 0.066
Si -8.781 -4.656 23.81 -0.11 -0.037 -0.01
Si -13.424 4.926 19.009 0.093 -0.223 -0.702
Si -13.772 -1.96 21.119 -0.008 -0.064 -0.554
Si -22.213 3.553 23.79 -0.083 -0.168 -0.066
Si -9.282 0.638 20.642 0.011 0.051 -0.077
Si -14.008 -4.135 23.363 0.042 -0.052 0.003
Si -9.142 3.06 -8.347 0.069 -0.096 -0.111
Si -14.21 -6.55 21.55 0.042 0.101 -0.258
Si -17.038 3.254 21.69 0.044 -0.064 -0.108
Si -14.356 2.107 21.785 -0.114 -0.044 -0.106
Si -6.337 -3.574 -8.838 0.044 -0.074 -0.059
Si -6.588 1.31 21.716 0.043 0.002 -0.202
Si -18.293 -9.427 21.065 0.21 0.055 -0.608
Si -21.607 -3.215 24.847 0.101 -0.02 -0.086
Si -6.12 -0.88 -7.152 0.038 0 -0.008
Si -15.027 -8.383 -7.28 -0.178 -0.002 0.034
Si -16.399 -3.615 25.134 -0.074 -0.001 -0.057
Si -8.256 -7.341 -7.714 0.149 -0.021 0.136
Si -13.195 -6.059 -7.037 0.022 0.063 -0.107
Si -19.014 -5.013 24.619 -0.033 -0.025 -0.034
Si -8.843 -7.784 23.407 0.074 0.016 -0.1
Si -3.537 -0.796 -5.541 -0.035 0.082 0.069
Si -19.564 -7.095 22.322 0.13 0.002 -0.055
Si -10.009 -0.208 24.848 -0.014 0.052 -0.048
Si -15.63 4.3 -5.919 -0.062 -0.017 0.062
Si -8.679 5.306 -6.57 0.034 -0.04 0.053
Si -16.616 -2.44 -4.614 -0.032 0.102 0.142
Si -12.526 3.652 23.648 -0.174 0.001 -0.027
Si -14.02 -3.675 -5.446 0.155 0.115 0.119
Si -18.607 -0.092 25.039 0.103 0.092 0.037
Si -10.349 -5.239 -7.101 -0.011 0.078 0.2
Si -5.779 -7.711 -8.9 0.056 0.063 0.103
Si -9.868 2.88 24.755 -0.013 -0.07 0.024
Si -2.166 -0.197 -8.208 -0.05 -0.081 0.044
Si -9.743 -3.52 -4.642 -0.057 0.095 0.018
Si -11.311 -1.061 22.226 0.112 -0.017 -0.054
Si -7.789 5.004 -2.626 0.048 0.033 0.129
Si -15.529 2.419 -8.354 -0.023 0.044 0.049
Si -9.83 6.654 20.765 0.202 -0.465 -0.519
Si -20.546 -1.229 22.844 -0.044 -0.006 -0.168
Si -10.726 -0.537 -4.963 0.1 -0.011 0.161
Si -12.526 -1.365 -7.105 -0.096 -0.139 0.032
Si -10.277 5.682 -3.886 -0.126 -0.026 0.155
Si -8.321 0.933 -6.27 -0.105 0.026 -0.038
Si -16.32 1.396 23.791 0.053 -0.031 -0.166
Si -6.015 -5.913 -6.799 -0.028 -0.016 0
Si 0.013 -1.96 6.863 -0.004 -0.001 -0.002
Si -0.004 1.912 6.799 -0.009 0.02 -0.022
Si -0.012 -9.64 6.791 -0.013 0 -0.015
Si -0.011 -5.827 6.801 -0.001 0.01 -0.013
Si 3.841 -1.928 6.846 -0.013 0.003 -0.009
Si 3.829 1.914 6.834 -0.012 -0.004 -0.012
Si 3.839 -9.604 6.813 -0.005 0.001 -0.025
Si 3.817 -5.803 6.806 -0.025 -0.009 -0.02
Si 7.674 -1.911 6.829 0.028 -0.019 -0.004
Si 7.703 1.933 6.782 0.009 0.009 -0.02
Si 7.684 -9.605 6.786 -0.003 -0.011 -0.009
Si 7.672 -5.777 6.802 0.021 -0.006 -0.009
Si -3.881 -1.916 6.855 -0.007 -0.015 0.003
Si -3.859 1.917 6.81 0.003 0.02 -0.023
Si -3.856 -9.61 6.81 0.014 -0.022 -0.02
Si -3.847 -5.821 6.8 0.019 0.005 -0.019
Si 15.413 -1.938 6.812 -0.013 0.001 -0.004
Si 15.397 1.914 6.758 -0.005 0.017 -0.017
Si 15.39 -9.632 6.745 0.002 -0.006 -0.013
Si 15.389 -5.794 6.758 0.001 0.009 -0.004
Si 19.246 -1.906 6.816 -0.009 0.009 -0.017
Si 19.243 1.915 6.822 -0.016 -0.005 -0.014
Si 19.248 -9.599 6.785 -0.004 0.003 -0.023
Si 19.224 -5.776 6.787 -0.011 -0.01 -0.016
Si 23.082 -1.877 6.804 0.024 -0.005 -0.013
Si 23.103 1.94 6.774 0.004 0.007 -0.022
Si 23.095 -9.592 6.755 0.005 -0.016 -0.014
Si 23.07 -5.751 6.788 0.013 -0.002 -0.011
Si 11.528 -1.915 6.824 -0.003 -0.011 0.002
Si 11.54 1.922 6.781 0.007 0.007 -0.016
Si 11.551 -9.603 6.769 0.01 -0.003 -0.018
Si 11.55 -5.801 6.767 0.006 0.001 -0.015
Si 30.783 -1.92 6.832 -0.006 0.017 -0.004
Si 30.779 1.934 6.788 -0.008 0.012 -0.022
Si 30.768 -9.604 6.767 -0.02 0.009 -0.026
Si 30.764 -5.796 6.786 0.004 0.008 -0.009
Si 34.63 -1.906 6.847 -0.009 0.008 -0.009
Si 34.62 1.929 6.844 -0.013 0.001 -0.012
Si 34.622 -9.587 6.814 -0.009 0.003 -0.028
Si 34.599 -5.784 6.812 -0.019 -0.006 -0.018
Si -23.074 -1.88 6.821 0.013 -0.011 -0.005
Si -23.054 1.94 6.79 -0.005 0.01 -0.013
Si -23.069 -9.585 6.799 0.002 -0.014 -0.009
Si -23.089 -5.759 6.817 0.012 -0.003 -0.006
Si 26.91 -1.891 6.849 -0.004 -0.009 0
Si 26.929 1.94 6.813 0.003 0.024 -0.019
Si 26.932 -9.567 6.801 0.009 -0.018 -0.013
Si 26.934 -5.801 6.802 0.017 0.005 -0.012
Si -15.36 -1.938 6.779 -0.003 0.004 -0.02
Si -15.362 1.923 6.73 -0.003 0.011 -0.025
Si -15.375 -9.634 6.724 -0.012 0.009 -0.02
Si -15.37 -5.801 6.756 0.006 -0.004 -0.019
Si -11.537 -1.928 6.859 0.005 -0.003 -0.005
Si -11.557 1.922 6.817 -0.014 -0.012 -0.016
Si -11.542 -9.619 6.804 0.009 0.001 -0.016
Si -11.554 -5.784 6.825 -0.003 -0.004 -0.005
Si -7.697 -1.891 6.848 0.024 -0.024 -0.008
Si -7.682 1.926 6.802 0.003 0.006 -0.017
Si -7.702 -9.613 6.81 -0.018 -0.012 -0.004
Si -7.705 -5.762 6.834 0.012 -0.003 -0.003
Si -19.223 -1.917 6.804 -0.002 -0.018 -0.007
Si -19.205 1.928 6.757 0.001 0.017 -0.022
Si -19.203 -9.6 6.759 0.004 -0.008 -0.022
Si -19.21 -5.784 6.773 0.009 0.006 -0.011
Si 1.926 -1.938 8.218 0.007 -0.002 0.02
Si 1.9 1.921 8.19 -0.008 -0.001 0.025
Si 1.905 -9.629 8.171 -0.021 -0.012 0.022
Si 1.903 -5.786 8.178 -0.011 0.028 0.012
Si 5.76 -1.913 8.196 -0.01 -0.008 0.008
Si 5.774 1.928 8.149 -0.01 0.017 0.003
Si 5.762 -9.6 8.154 -0.003 -0.007 0.017
Si 5.748 -5.8 8.161 0.002 -0.018 0.006
Si 9.606 -1.921 8.178 0 0.008 0.014
Si 9.623 1.931 8.148 0.002 -0.007 0.022
Si 9.623 -9.614 8.13 -0.001 -0.003 0.021
Si 9.619 -5.782 8.134 -0.006 0.007 0.01
Si -1.933 -1.936 8.183 0.011 0.009 0.012
Si -1.923 1.916 8.156 0.013 0 0.02
Si -1.922 -9.618 8.157 0.015 0.009 0.026
Si -1.928 -5.79 8.164 0.018 -0.003 0.019
Si 17.324 -1.927 8.177 0.003 -0.003 0.022
Si 17.299 1.922 8.156 -0.007 -0.001 0.024
Si 17.305 -9.627 8.129 -0.021 -0.017 0.015
Si 17.3 -5.781 8.144 -0.013 0.024 0.013
Si 21.164 -1.893 8.168 -0.008 -0.009 0.014
Si 21.178 1.927 8.145 -0.012 0.026 0.012
Si 21.171 -9.591 8.125 -0.011 -0.009 0.015
Si 21.149 -5.784 8.146 -0.001 -0.009 0.012
Si 24.99 -1.902 8.19 0.004 -0.004 0.019
Si 25.01 1.942 8.163 -0.001 -0.021 0.024
Si 25.005 -9.595 8.144 0.007 -0.003 0.024
Si 25 -5.776 8.149 -0.003 -0.001 0.008
Si 13.476 -1.933 8.152 0.009 0.005 0.016
Si 13.481 1.915 8.125 0.016 0.002 0.02
Si 13.484 -9.612 8.122 0.024 0.002 0.017
Si 13.474 -5.778 8.13 0.018 0.001 0.012
Si 32.699 -1.918 8.196 0 0 0.024
Si 32.681 1.929 8.185 -0.011 0 0.027
Si 32.681 -9.606 8.158 -0.018 -0.011 0.013
Si 32.677 -5.776 8.17 -0.007 0.022 0.013
Si -24.995 -1.896 8.187 -0.001 -0.009 0.009
Si -24.986 1.931 8.158 -0.007 0.014 0.01
Si -25.002 -9.588 8.155 -0.009 -0.012 0.017
Si -25.019 -5.79 8.165 0.003 -0.015 0.005
Si -21.142 -1.919 8.165 0.007 -0.003 0.012
Si -21.122 1.936 8.137 0.001 -0.012 0.018
Si -21.126 -9.606 8.131 0.003 -0.002 0.022
Si -21.14 -5.77 8.138 -0.002 0.001 0.012
Si 28.855 -1.918 8.179 0.003 0.004 0.019
Si 28.867 1.931 8.157 0.019 -0.001 0.027
Si 28.869 -9.592 8.149 0.024 -0.001 0.023
Si 28.856 -5.776 8.163 0.007 -0.005 0.016
Si -13.47 -1.932 8.19 0.008 0.001 0.027
Si -13.483 1.919 8.164 -0.02 0 0.029
Si -13.48 -9.626 8.144 -0.026 -0.006 0.025
Si -13.48 -5.776 8.169 -0.005 0.023 0.017
Si -9.619 -1.911 8.206 -0.016 -0.009 0.009
Si -9.62 1.925 8.155 -0.01 0.019 0.004
Si -9.628 -9.612 8.166 -0.002 -0.002 0.015
Si -9.632 -5.79 8.184 -0.003 -0.008 0.01
Si -5.787 -1.924 8.216 0.003 0.008 0.024
Si -5.772 1.925 8.175 0.004 -0.022 0.026
Si -5.777 -9.621 8.168 0.01 -0.001 0.019
Si -5.771 -5.782 8.17 -0.003 0.004 0.009
Si -17.283 -1.93 8.141 -0.001 0.007 0.014
Si -17.274 1.923 8.11 0.015 0.004 0.023
Si -17.275 -9.606 8.114 0.028 0.007 0.017
Si -17.284 -5.773 8.129 0.007 0.001 0.012
Si 1.909 -0.002 9.555 -0.01 -0.009 -0.012
Si 1.899 3.845 9.554 0.014 -0.007 -0.007
Si 1.906 -7.703 9.537 0.017 0.014 -0.018
Si 1.901 -3.869 9.562 0.001 0 -0.014
Si 5.759 0.024 9.53 0.008 0.009 -0.023
Si 5.753 3.855 9.498 -0.001 0.001 -0.018
Si 5.758 -7.702 9.532 0.008 -0.009 -0.008
Si 5.749 -3.862 9.515 0.001 0.001 -0.021
Si 9.621 0.015 9.514 -0.011 -0.016 -0.011
Si 9.63 3.858 9.509 -0.01 -0.008 -0.013
Si 9.621 -7.7 9.496 0.002 -0.001 -0.016
Si 9.618 -3.863 9.513 0.011 0.003 -0.011
Si -1.917 -0.004 9.519 -0.001 0 -0.029
Si -1.909 3.843 9.512 -0.014 0.014 -0.021
Si -1.917 -7.703 9.518 -0.011 -0.011 -0.029
Si -1.93 -3.863 9.535 0 -0.005 -0.011
Si 17.308 0 9.527 -0.013 -0.002 -0.015
Si 17.298 3.85 9.514 0.005 0.007 -0.017
Si 17.3 -7.708 9.503 0.016 0.008 -0.024
Si 17.303 -3.864 9.52 -0.002 0.005 -0.016
Si 21.156 0.024 9.527 0.013 0.001 -0.017
Si 21.154 3.865 9.477 0.005 -0.004 -0.017
Si 21.155 -7.698 9.509 0.015 -0.006 -0.011
Si 21.152 -3.845 9.492 0.018 0.005 -0.024
Si 25.01 0.027 9.532 -0.011 -0.013 -0.014
Si 25.022 3.871 9.517 -0.01 -0.005 -0.014
Si 25.004 -7.689 9.517 -0.019 0 -0.01
Si 25.013 -3.852 9.516 0.013 0.009 -0.014
Si 13.49 -0.003 9.495 -0.008 0.003 -0.025
Si 13.494 3.846 9.478 -0.016 0.01 -0.015
Si 13.493 -7.695 9.489 -0.009 0.005 -0.022
Si 13.476 -3.86 9.508 -0.001 0.001 -0.014
Si 32.688 0.003 9.549 -0.011 -0.004 -0.009
Si 32.676 3.862 9.535 0.004 0.006 -0.018
Si 32.682 -7.693 9.538 0.017 0.01 -0.022
Si 32.679 -3.855 9.54 -0.008 0 -0.018
Si -25.011 0.024 9.537 0.002 0.001 -0.013
Si -25.013 3.864 9.494 -0.002 0.001 -0.013
Si -25.015 -7.694 9.537 0.007 0 -0.006
Si -25.015 -3.851 9.506 0.002 0.008 -0.025
Si -21.132 0.015 9.501 -0.002 -0.015 -0.017
Si -21.126 3.861 9.501 -0.009 -0.003 -0.015
Si -21.139 -7.691 9.497 0.006 0 -0.013
Si -21.136 -3.855 9.512 0.002 0.005 -0.012
Si 28.873 0.007 9.522 0.001 -0.002 -0.024
Si 28.88 3.864 9.504 -0.014 0.015 -0.02
Si 28.879 -7.686 9.527 -0.01 0 -0.024
Si 28.858 -3.852 9.53 0.009 -0.007 -0.014
Si -13.476 -0.003 9.537 -0.012 -0.004 -0.015
Si -13.48 3.847 9.527 0.009 0 -0.016
Si -13.481 -7.702 9.52 0.017 0.012 -0.022
Si -13.474 -3.861 9.551 -0.017 -0.004 -0.022
Si -9.637 0.019 9.544 0 -0.001 -0.03
Si -9.628 3.844 9.513 -0.001 -0.005 -0.014
Si -9.638 -7.704 9.539 0.006 0 -0.007
Si -9.63 -3.854 9.536 0.02 0.005 -0.026
Si -5.776 0.012 9.541 -0.008 -0.004 -0.014
Si -5.763 3.847 9.538 -0.01 -0.01 -0.015
Si -5.782 -7.7 9.521 -0.013 -0.002 -0.012
Si -5.771 -3.865 9.55 0.016 0.003 -0.014
Si -17.271 0.001 9.483 0.001 0.003 -0.03
Si -17.268 3.852 9.469 -0.012 0.011 -0.022
Si -17.277 -7.69 9.489 0 -0.006 -0.024
Si -17.285 -3.855 9.507 0.005 -0.006 -0.013
Si -0.02 -0.025 10.909 0.003 0.004 0.023
Si -0.024 3.841 10.93 -0.01 0.006 0.031
Si -0.019 -7.685 10.902 -0.031 0.017 0.015
Si -0.025 -3.854 10.931 0.017 0.006 0.013
Si 3.84 0.03 10.9 0.001 0.002 0.02
Si 3.843 3.848 10.885 0.013 -0.001 0.02
Si 3.832 -7.694 10.89 -0.003 -0.004 0.017
Si 3.838 -3.855 10.899 -0.016 -0.002 0.004
Si 7.692 0.036 10.861 0.023 0 0.005
Si 7.677 3.865 10.844 -0.005 -0.006 0.009
Si 7.696 -7.711 10.853 0.01 0 0.012
Si 7.677 -3.854 10.862 -0.011 -0.016 0.002
Si -3.835 0.007 10.867 -0.02 0.002 0.008
Si -3.814 3.851 10.876 0.003 0.007 0.014
Si -3.841 -7.692 10.853 0.005 0.003 0.003
Si -3.842 -3.857 10.906 -0.017 -0.005 0.013
Si 15.389 -0.03 10.891 0.008 -0.001 0.018
Si 15.383 3.842 10.897 0.008 0.004 0.03
Si 15.389 -7.692 10.889 -0.012 -0.001 0.02
Si 15.388 -3.867 10.898 0.017 0.016 0.02
Si 19.229 0.015 10.887 -0.001 0.009 0.021
Si 19.235 3.849 10.852 0.01 -0.001 0.013
Si 19.224 -7.709 10.858 -0.006 -0.001 0.013
Si 19.235 -3.854 10.866 -0.012 -0.011 0.007
Si 23.08 0.036 10.869 0.018 0.001 0.008
Si 23.068 3.87 10.839 -0.014 -0.008 0.007
Si 23.076 -7.713 10.857 0.012 0.004 0.014
Si 23.072 -3.852 10.851 -0.014 -0.025 0.004
Si 11.569 0.01 10.841 -0.017 -0.003 0.008
Si 11.587 3.86 10.843 0.005 0.004 0.018
Si 11.567 -7.697 10.828 0 -0.005 0.007
Si 11.552 -3.858 10.864 -0.017 0.001 0.016
Si 30.769 -0.032 10.917 0.003 -0.001 0.021
Si 30.766 3.853 10.923 -0.003 0.002 0.027
Si 30.775 -7.675 10.927 -0.018 0.001 0.023
Si 30.766 -3.863 10.922 0.012 0.014 0.019
Si 34.611 0.009 10.904 0.006 0.007 0.021
Si 34.615 3.851 10.87 0.015 -0.004 0.01
Si 34.604 -7.693 10.895 -0.002 -0.004 0.016
Si 34.614 -3.854 10.882 -0.002 -0.005 0.002
Si -23.067 0.027 10.847 0.012 0.001 0.004
Si -23.083 3.867 10.829 -0.015 -0.016 0.007
Si -23.072 -7.713 10.849 0.006 0.001 0.011
Si -23.083 -3.858 10.845 -0.002 -0.026 0
Si 26.954 0.017 10.869 -0.019 -0.002 0.01
Si 26.972 3.872 10.864 0.006 0.004 0.019
Si 26.951 -7.691 10.858 0.005 -0.01 0.005
Si 26.936 -3.852 10.888 -0.026 -0.006 0.02
Si -15.39 -0.025 10.902 -0.001 0 0.022
Si -15.394 3.846 10.905 -0.007 0.006 0.035
Si -15.391 -7.678 10.899 -0.022 0.007 0.021
Si -15.39 -3.858 10.92 0.019 0.014 0.02
Si -11.56 0.007 10.908 -0.001 0.006 0.018
Si -11.548 3.842 10.881 0.015 0.003 0.018
Si -11.567 -7.691 10.891 0.002 -0.007 0.016
Si -11.544 -3.855 10.913 0.003 -0.002 0.003
Si -7.706 0.023 10.88 0.025 -0.004 0.005
Si -7.709 3.843 10.872 -0.002 0.002 0.015
Si -7.706 -7.713 10.869 0.008 0.007 0.01
Si -7.712 -3.856 10.893 -0.021 -0.026 0.002
Si -19.19 0.007 10.832 -0.015 0.002 0.006
Si -19.173 3.867 10.836 0.005 0.003 0.018
Si -19.199 -7.682 10.834 -0.005 -0.008 0.004
Si -19.205 -3.858 10.869 -0.017 -0.002 0.019
O -1.801 0.256 -2.24 -0.033 -0.229 0.495
O 11.12 0.444 -1.658 -0.223 -0.013 -0.267
O -4.558 4.063 -1.634 -0.65 0.048 -0.088
O 2.007 -8.283 -3.476 0.151 -0.422 -0.467
O -4.58 5.448 -6.181 -0.06 0.052 -0.202
O 1.587 -7.601 -7.084 0.45 -0.322 0.072
O 11.642 -5.234 -3.281 -0.186 -0.263 0.231
O 8.917 -9.287 -3.02 0.162 0.118 -0.422
O 0.789 -0.082 -1.875 0.354 -0.109 -0.436
O 0.029 3.275 -1.945 -0.317 -0.489 0.316
O 2.176 2.93 -3.45 -0.043 -0.255 -0.525
O -0.512 -8.496 -4.17 0.06 -0.271 -0.347
O 3.351 -7.739 -1.318 -0.453 -0.298 0.005
O -1.739 -5.369 -1.702 -0.066 0.389 0.081
O 4.038 0.019 -1.238 0.154 -0.214 -0.186
O 6.298 0.094 -2.533 -0.037 -0.289 -0.256
O 5.764 3.745 -0.295 -0.06 -0.382 -0.101
O 3.316 3.87 -1.277 -0.396 0.214 -0.097
O 5.782 -7.613 -0.375 -0.147 0.23 -0.232
O 3.131 -3.911 -1.484 -0.416 0.183 -0.069
O 5.601 -3.797 -0.45 -0.267 0.114 -0.434
O 8.189 4.306 -1.156 0.337 -0.073 -0.246
O 10.12 3.042 -4.165 0.195 -0.195 -0.606
O 8.333 -7.616 -1.117 0.065 0.381 0.031
O 7.966 -3.68 -1.453 0.396 -0.215 -0.214
O 0.173 1.395 0.247 -0.411 0.251 -0.159
O 0.101 -1.253 0.317 -0.239 -0.102 -0.334
O 0.167 -7.047 -2.107 0.185 0.35 -0.054
O -0.025 -3.824 0.995 -0.281 0.037 -0.285
O -0.262 -6.374 0.3 0.465 -0.341 -0.207
O 11.395 -1.471 0.08 0.137 -0.21 -0.343
O 11.705 2.805 0.26 0.221 -0.069 -0.12
O 10.875 -8.117 -1.684 0.241 -0.344 -0.2
O 11.533 -3.874 0.959 0.022 -0.091 -0.416
O 11.404 -6.311 0.13 -0.245 0.208 -0.528
O -1.11 -5.785 18.59 -0.268 0.44 -0.174
O 5.385 -2.285 18.36 0.012 -0.608 0.116
O 8.766 -9.329 18.977 -0.094 0.261 0.415
O 7.285 -5.585 18.845 0.384 0.306 0.176
O -2.791 -6.003 20.42 0.15 0.342 0.301
O -2.386 -2.429 20.056 0.215 -0.459 -0.046
O 11.708 0.054 -4.21 -0.285 0.18 -0.097
O -3.086 2.358 -3.016 0.766 0.002 -0.097
O -3.536 4.777 -3.905 0.19 0.313 0.31
O -2.152 -7.808 -0.919 0.285 -0.192 -0.098
O 10.381 -6.668 -7.791 0.694 -0.139 0.226
O 10.176 -5.413 -5.471 0.147 0.164 -0.302
O 2.919 -7.845 25.277 -0.307 0.03 -0.525
O 0.012 1.427 -3.831 -0.032 -0.283 -0.698
O 0.023 3.955 -4.549 0.071 0.563 -0.142
O 7.903 -0.431 -6.599 -0.072 -0.53 0.396
O -6.459 4.972 23.443 0.072 -0.082 -0.528
O -1.609 -6.084 -4.33 0.05 0.074 -0.158
O 4.1 -0.229 -3.817 -0.652 -0.042 -0.306
O 5.408 -1.917 -5.406 -0.038 0.04 -0.237
O 4.608 2.132 -2.755 0.124 0.23 0.18
O 4.23 4.584 -3.67 -0.002 0.072 -0.292
O 4.593 -8.167 -3.649 0.388 0.24 -0.343
O 4.487 -3.689 -3.699 0.186 0.114 0.185
O 1.276 -5.186 -6.001 -0.274 -0.396 0.055
O 8.586 1.209 -3.05 0.369 0.077 0.174
O 8.424 -1.466 -2.848 0.056 -0.041 0.007
O 8.098 1.966 -5.523 0.153 0.326 -0.246
O 8.164 -6.884 -6.423 0.012 -0.311 0.772
O 4.647 -4.404 -8.408 0.18 -0.227 -0.155
O 7.028 -3.409 -3.963 0.046 -0.336 -0.124
O -1.76 0.051 19.578 0.067 -0.111 -0.007
O -4.855 5.36 20.508 -0.269 -0.107 0.281
O 1.723 -3.333 21.988 0.083 -0.287 -0.118
O -0.381 -6.961 20.876 -0.12 -0.202 0.166
O -0.034 -1.519 20.931 -0.14 0.334 0.476
O 5.207 -4.634 24.756 -0.159 -0.013 0.306
O 0.193 1.076 22.722 -0.04 -0.523 0.002
O 1.938 5.314 20.59 -0.438 0.066 0.08
O 9.071 -2.127 -8.24 -0.324 0.115 0.006
O 6.448 -3.667 22.652 0.222 0.559 0.341
O 4.548 -0.883 23.603 -0.14 -0.313 0.159
O 5.987 2.275 20.347 0.044 0.346 0.542
O 6.43 -0.125 19.356 0.157 0.323 -0.234
O 7.235 0.45 21.763 0.129 -0.055 0.288
O 5.49 -7.236 19.907 -0.058 -0.142 0.048
O 5.396 -4.656 20.426 -0.557 0.002 0.218
O 3.453 -0.371 -6.27 -0.378 0.524 -0.217
O 6.975 -2.511 20.396 0.609 -0.306 0.115
O 9.35 1.241 20.317 0.36 -0.278 -0.117
O 4.539 -2.376 21.426 -0.3 -0.155 -0.349
O -4.512 -3.983 20.253 -0.196 0.008 0.509
O -5.21 -6.48 20.935 -0.58 -0.011 0.008
O 0.152 -3.379 23.988 0.012 0.602 -0.128
O -4.641 -1.54 21.139 -0.028 0.519 -0.128
O 9.804 0.381 -8.143 -0.352 0.49 0.218
O 2.543 5.24 23.156 -0.102 0.31 0.42
O 2.215 -2.718 -6.42 -0.036 -0.291 0.192
O -0.188 2.306 25.007 -0.155 0.326 0.442
O 1.957 -5.84 20.371 0.209 -0.393 0.289
O 2.624 -4.303 24.335 -0.031 -0.197 -0.169
O 0.354 5.519 -6.698 0.4 0.056 0.318
O 4.123 -8.909 21.416 -0.022 -0.029 0.005
O 4.635 0.265 21.26 -0.258 0.346 0.102
O 8.493 2.672 22.344 -0.063 0.214 -0.43
O -8.43 3.584 24.559 -0.045 0.246 0.398
O 6.753 -6.17 23.256 0.132 0.017 -0.408
O -5.89 2.909 24.872 0.462 0.121 -0.088
O 10.389 -1.224 -6.113 0.036 -0.338 0.092
O 6.705 -8.88 -7.497 -0.031 -0.138 -0.362
O 2.24 3.349 25.064 0.299 0.208 0.115
O -3.462 -8.302 21.912 0.364 0.185 0.466
O -3.734 -0.956 23.581 0.185 -0.497 -0.069
O 0.895 -5.628 22.806 -0.153 -0.213 0.561
O 12.787 -2.066 -5.36 -0.177 -0.588 -0.484
O 1.437 1.742 20.349 0.206 -0.486 0.275
O -1.322 1.125 -8.53 -0.183 0.038 -0.035
O -7.474 -4.145 24.592 0.049 -0.17 0.279
O 5.932 -6.433 -7.732 -0.216 0.043 -0.584
O 1.82 -5.448 -8.551 0.084 -0.205 -0.095
O -7.813 -8.437 24.466 -0.089 0.151 0.758
O 5.185 -8.146 23.98 -0.269 0.051 -0.397
O 5.778 0.697 -5.64 0.009 0.226 -0.072
O -5.674 0.347 22.614 -0.137 0.211 0.19
O 6.368 5.648 -2.524 -0.1 0.221 0.199
O 6.887 1.697 -7.847 0.18 -0.521 -0.506
O 6.201 5.699 -5.094 -0.092 0.116 -0.389
O -0.19 -3.14 -5.528 -0.272 -0.01 -0.509
O -6.009 -2.26 23.3 -0.181 0.04 -0.153
O -0.14 3.437 21.682 0.125 0.32 -0.383
O -2.188 2.52 20.363 -0.437 0.101 0.016
O 5.992 4.019 -7.064 -0.311 -0.081 0.678
O 1.779 -7.903 22.036 0.276 0.13 0.25
O 6.669 -8.466 21.878 0.431 -0.127 -0.31
O -5.752 -7.908 23.068 -0.508 0.048 -0.411
O -0.215 2.943 -6.936 0.312 -0.18 0.187
O 7.718 3.714 -3.619 -0.449 0.035 -0.333
O 3.62 -6.026 -6.644 0.06 -0.402 0.294
O 1.73 -0.633 -8.145 -0.798 0.17 0.247
O 5.653 -4.482 -5.94 0.243 0.165 -0.063
O 2.293 2.699 22.551 0.305 -0.077 0.072
O -2.377 -4.16 24.195 0.046 0.343 -0.38
O -4.019 1.149 25.336 0.13 0.552 -0.357
O -1.248 -1.522 -8.377 0.281 -0.171 0.364
O -2.94 -8.319 -5.017 -0.474 0.246 -0.027
O -7.105 4.904 -6.469 0.14 -0.366 0.158
O 3.931 -1.937 -8.275 0.295 0.264 -0.201
O 13.483 4.713 -6.138 -0.214 -0.239 -0.21
O -3.977 -5.982 23.192 0.085 -0.044 0.044
O 6.841 -0.937 24.978 0.278 -0.17 -0.591
O 7.005 3.66 24.337 -0.039 0.32 -0.126
O -0.96 -7.505 -6.517 -0.204 0.427 -0.24
O 0.294 -9.601 -1.915 0.243 0.15 0.034
O -0.212 -8.43 -8.839 0.331 0.013 -0.092
O 4.479 3.563 23.698 0.343 0.3 -0.755
O -2.616 4.595 21.887 -0.228 0.042 0.432
O -2.053 2.329 23.067 -0.687 0.144 0.083
O 5.735 1.367 24.377 -0.049 0.01 -0.028
O 9.712 -9.178 -8.348 -0.007 -0.058 0.041
O 2.431 -0.889 21.877 -0.228 0.493 0.105
O 13.644 0.253 -2.379 0.124 -0.521 0.527
O 27.017 -0.091 -1.544 0.027 0.191 -0.272
O 10.858 4.118 -1.79 -0.598 0.118 -0.162
O 17.442 -8.665 -3.311 -0.023 -0.524 -0.095
O 10.957 5.496 -6.164 -0.129 0.253 0.228
O 17.05 -7.58 -7.157 0.278 -0.203 0.474
O 27.008 -5.169 -3.213 -0.368 0.026 0.542
O 26.28 -8.101 -1.677 0.204 -0.434 -0.181
O 16.221 -0.028 -2 0.457 -0.255 -0.354
O 15.445 3.274 -2.183 -0.326 -0.442 0.051
O 17.673 2.841 -3.483 0.103 -0.355 -0.254
O 15.302 -7.972 -4.569 0.614 -0.393 -0.352
O 13.815 -5.521 -1.948 -0.211 0.483 0.197
O 17.631 -2.694 -6.371 0.124 -0.145 -0.158
O 21.55 -0.037 -1.892 -0.012 -0.431 -0.023
O 21.183 3.824 -0.307 0.062 -0.17 -0.075
O 18.726 3.938 -1.293 -0.637 -0.02 0.122
O 18.802 -7.781 -1.285 -0.194 0.162 0.064
O 21.213 -7.62 -0.338 0.097 0.103 -0.566
O 18.571 -4.048 -1.537 -0.451 -0.074 -0.419
O 21.043 -3.807 -0.495 0.125 0.12 -0.099
O 23.61 4.339 -1.186 0.654 -0.148 -0.092
O 25.459 2.827 -3.88 0.252 -0.079 -0.217
O 23.74 -7.608 -1.124 -0.022 0.336 0.037
O -12.744 -4.238 24.37 0.136 -0.063 0.272
O 23.456 -3.732 -1.392 0.466 -0.317 -0.018
O 24.872 -3.821 -3.503 0.205 0.224 0.084
O 15.711 1.49 0.139 -0.084 0.203 -0.303
O 15.604 -1.153 0.251 0.005 -0.014 0.02
O 15.666 5.141 -0.22 0.546 0.223 -0.083
O 15.698 -7.282 -2.042 0.365 0.282 0.444
O 15.401 -3.739 0.953 0.117 -0.017 -0.438
O 15.244 -6.234 0.193 0.426 -0.453 -0.185
O 26.32 5.68 20.687 -0.243 0.269 0.295
O 26.892 -3.706 0.8 -0.153 -0.094 -0.23
O 26.787 -6.317 0.166 -0.363 0.119 -0.219
O 14.425 -2.033 18.774 -0.248 -0.371 -0.248
O 24.165 -9.285 18.972 -0.031 0.497 0.434
O 22.614 -5.626 18.872 0.2 -0.085 0.279
O 13.033 -5.707 19.929 0.161 0.684 0.12
O 11.348 -1.726 18.944 0.303 0.251 0.101
O 12.98 -2.139 20.93 0.138 -0.464 0.554
O 26.977 -0.133 -4.211 -0.66 0.215 -0.042
O 12.338 2.341 -3.066 0.503 0.089 -0.183
O 12.106 4.801 -3.936 -0.131 0.481 0.389
O 13.368 -7.824 -0.8 0.215 -0.45 -0.159
O 25.857 -6.576 -7.786 0.759 -0.155 0.201
O 25.613 -5.367 -5.453 0.414 0.067 -0.284
O 18.427 -7.893 25.276 -0.337 0.272 -0.647
O 14.959 -1.184 -4.054 0.241 0.094 0.061
O 15.471 1.411 -4.017 -0.177 -0.082 -0.599
O 15.658 3.949 -4.762 -0.173 0.514 0.132
O 23.279 -0.41 -6.671 -0.361 -0.485 0.119
O 9.056 5.001 23.305 0.2 -0.051 -0.398
O 13.703 -3.512 -3.469 0.185 0.055 0.418
O 19.569 -0.342 -3.509 -0.552 -0.272 -0.07
O 20.809 -1.982 -5.177 0.438 -0.033 -0.505
O 19.993 2.03 -2.526 0.316 0.165 -0.297
O 19.76 4.44 -3.679 -0.422 -0.094 -0.133
O 19.939 -8.256 -3.67 0.104 0.176 -0.19
O 30.138 -1.14 -4.154 0.481 -0.017 -0.139
O 16.759 -5.195 -6.038 -0.045 -0.511 0.336
O 23.633 1.16 -2.985 0.089 0.18 -0.197
O 23.593 -1.507 -2.838 0.357 0.088 -0.313
O 23.513 1.932 -5.48 0.461 -0.056 -0.303
O 23.601 -6.792 -6.454 -0.236 -0.325 0.446
O 20.035 -4.338 -8.447 0.043 -0.23 -0.173
O 22.352 -3.616 -3.837 -0.22 -0.644 -0.131
O 13.693 0.219 19.945 0.074 -0.086 -0.138
O 10.929 5.662 20.697 -0.228 -0.046 0.409
O 17.197 -3.27 22.051 0.071 -0.084 -0.341
O 15.188 -6.971 20.781 -0.092 -0.385 0.161
O 15.489 -1.403 21.11 0.19 -0.048 0.415
O 20.57 -4.562 24.604 0.005 0.035 -0.126
O 17.359 3.692 19.347 0.171 0.022 0.376
O 13.669 0.127 24.429 0.415 -0.288 -0.32
O 17.245 -9.42 20.46 -0.567 0.435 0.214
O 24.411 -2.065 -8.385 -0.091 0.156 -0.318
O 21.912 -3.696 22.508 0.431 0.237 0.058
O 20.132 -0.862 23.508 -0.231 -0.445 0.139
O 21.856 -0.22 19.393 0.149 -0.002 -0.443
O 22.485 1.202 21.529 -0.137 0.286 0.598
O 20.874 -7.347 19.923 -0.02 -0.136 -0.091
O 20.635 -4.779 20.462 -0.348 0.026 0.398
O 18.876 -0.4 -5.997 -0.295 0.592 -0.143
O 22.194 -2.741 20.062 0.719 -0.113 0.189
O 24.871 1.323 20.344 0.148 -0.297 0.143
O 19.988 -2.32 21.349 -0.314 -0.146 -0.087
O 9.767 3.709 19.48 0.07 0.255 0.083
O 11.122 -3.977 20.294 -0.322 0.102 0.221
O 10.689 -6.522 20.809 -0.33 -0.327 0.097
O 15.532 -3.251 24.017 0.044 0.306 0.186
O 10.439 -1.703 21.372 -0.411 -0.062 0.152
O 25.229 0.391 -8.21 -0.105 0.533 0.147
O 17.782 5.137 22.998 -0.223 0.077 0.458
O 17.242 -0.517 -8 -0.311 -0.019 0.228
O 15.105 2.23 25.017 -0.254 0.081 0.517
O 17.5 -5.799 20.464 0.502 0.298 0.414
O 24.246 -4.511 -7.592 -0.686 0.023 0.334
O 15.79 5.568 -6.876 0.315 -0.117 0.121
O 19.556 -8.961 21.553 -0.097 0.084 0.47
O 20.053 0.384 21.17 -0.284 0.25 0.335
O 24.364 2.505 22.68 0.475 0.273 -0.135
O 22.161 -6.187 23.245 0.026 0.032 -0.473
O 9.475 2.867 24.754 0.039 0.375 0.306
O 25.734 -1.299 -6.221 -0.197 -0.658 0.376
O 22.103 -8.791 -7.483 -0.002 -0.073 -0.518
O 17.543 3.238 24.936 0.159 0.24 0.292
O 12.411 -8.105 22.054 0.592 0.277 0.14
O 11.489 -1.102 23.753 0.543 -0.05 0.106
O 16.146 -5.499 22.768 -0.547 -0.352 0.267
O 28.072 -2.257 -5.392 -0.121 -0.815 -0.237
O 16.877 1.339 20.346 -0.18 -0.405 0.265
O 14.157 1.052 -8.556 -0.127 -0.026 -0.261
O 7.832 -4.262 24.755 0.031 0.107 0.618
O 21.432 -6.331 -7.884 -0.272 0.129 -0.106
O 17.303 -5.412 -8.582 -0.048 -0.355 -0.109
O 7.785 -8.344 24.295 0.017 0.233 0.673
O 20.674 -8.206 24.034 -0.339 -0.423 -0.145
O 21.232 0.61 -5.419 -0.005 0.2 0.413
O 9.564 0.283 22.792 0.096 0.068 0.17
O 21.798 5.701 -2.554 -0.171 0.365 0.427
O 22.147 1.726 -7.723 0.179 -0.163 -0.257
O 21.602 5.684 -5.128 -0.218 0.279 0.023
O 15.205 -3.204 -5.578 -0.403 -0.51 -0.433
O 9.157 -2.31 23.51 -0.142 -0.2 -0.603
O 15.415 3.254 21.538 0.319 0.396 0.072
O 13.189 2.754 20.254 -0.535 0.395 -0.008
O 21.292 4.122 -7.183 -0.373 -0.009 0.212
O 17.302 -7.72 22.309 0.393 0.188 0.435
O 22.114 -8.502 21.903 0.559 -0.044 0.157
O 9.907 -7.906 22.874 -0.067 -0.029 -0.459
O 15.253 2.953 -7.08 0.026 -0.265 0.296
O 29.132 -3.567 -3.455 -0.125 0.334 0.175
O 23.099 3.745 -3.643 -0.601 0.187 -0.403
O 19.118 -6.037 -6.707 0.118 -0.396 0.591
O 24.357 -9.274 -3.035 0.538 -0.045 -0.255
O 13.732 -5.897 -4.66 -0.288 0.112 -0.359
O 21.15 -4.452 -6.035 0.234 -0.085 -0.013
O 17.807 2.561 22.433 0.309 -0.234 -0.371
O 12.963 -3.932 24.331 -0.239 0.152 -0.643
O 11.414 1.168 25.228 0.087 0.362 -0.084
O 14.048 -1.595 -8.202 0.357 -0.021 0.329
O 12.722 -8.316 -5.065 -0.396 0.246 0.355
O -23.71 3.763 24.383 -0.215 0.25 0.359
O 19.428 -1.849 -8.119 0.613 0.265 -0.182
O 28.808 4.688 -5.834 -0.094 -0.464 -0.578
O 28.003 -0.026 -6.692 0.018 0.423 0.195
O 11.513 -5.818 23.183 -0.1 0.171 0.029
O 22.34 -0.841 24.977 0.153 -0.052 -0.678
O 23.763 4.804 -6.553 0.079 -0.399 0.095
O 19.818 -4.026 -3.824 0.164 0.054 -0.059
O 14.422 -7.429 -6.854 -0.24 0.313 -0.368
O 13.327 4.396 -1.05 0.164 -0.061 0.01
O 10.197 -9.008 25.227 0.53 -0.003 -0.09
O 19.833 3.638 23.693 0.179 0.45 -0.431
O 13.183 4.746 21.935 0.47 0.046 0.498
O 13.425 2.313 22.931 -0.482 0.275 0.336
O 21.13 1.414 24.327 -0.05 -0.066 -0.415
O -27.632 -3.972 -1.461 -0.118 0.22 -0.136
O 25.286 -9.114 -8.16 0.005 -0.103 0.029
O 17.942 -0.837 21.912 -0.176 0.227 0.468
O -19.663 0.44 -1.708 -0.266 -0.105 -0.437
O 26.291 3.704 -1.452 -0.583 0.212 -0.072
O 28.766 4.135 -0.812 0.083 -0.189 -0.249
O 26.231 5.203 -5.936 -0.106 0.202 0.089
O 32.368 -7.605 -6.897 0.425 -0.241 0.279
O -19.06 -5.187 -3.15 -0.118 0.002 0.348
O -21.291 -6.595 -3.247 -0.078 0.003 -0.223
O -28.657 0.155 -0.42 -0.068 0.22 -0.358
O 30.789 -0.14 -1.844 -0.217 -0.42 0.059
O 30.972 3.22 -1.868 -0.017 -0.383 0.189
O -28.497 2.797 -3.412 0.117 -0.256 -0.167
O 30.312 -8.495 -4.196 -0.013 -0.231 -0.261
O -26.222 -8.197 -3.618 0.106 0.332 -0.548
O 29.096 -5.397 -1.708 0.134 0.475 0.191
O 17.944 -4.369 24.363 -0.053 -0.133 0.135
O -26.136 0.004 -1.049 0.242 -0.112 -0.04
O -24.254 0.171 -2.764 -0.079 -0.31 -0.076
O -24.972 3.806 -0.294 0.247 -0.155 0.02
O -27.424 3.893 -1.265 -0.673 0.496 -0.183
O -27.408 -7.715 -1.263 -0.455 -0.092 -0.044
O -24.966 -7.582 -0.354 0.12 -0.026 -0.541
O -6.646 -9.271 -2.961 0.155 -0.103 -0.354
O -25.153 -3.782 -0.443 -0.057 -0.048 -0.483
O -22.541 4.385 -1.119 0.634 0.078 0.227
O -20.605 3.137 -4.08 0.129 -0.044 -0.598
O -22.424 -7.595 -1.115 -0.115 0.333 0.109
O -22.781 -3.639 -1.414 0.342 -0.308 -0.09
O -21.228 -3.86 -3.409 0.253 0.419 0.232
O 30.723 1.487 0.267 -0.096 0.349 -0.214
O 30.741 -1.15 0.456 -0.603 -0.033 -0.199
O 30.988 -7.105 -2.09 0.557 0.599 -0.321
O 30.779 -3.749 1.019 0.297 0.03 -0.532
O 30.657 -6.278 0.28 -0.117 -0.271 -0.191
O -19.309 -1.299 0.168 0.265 -0.379 -0.208
O -19.884 -8.16 -1.662 0.181 0.032 -0.068
O -19.262 -3.833 0.894 0.155 -0.001 -0.22
O -19.529 -6.344 0.164 -0.047 0.116 -0.174
O -22.01 -9.293 18.934 -0.202 0.583 0.215
O -23.488 -5.599 18.861 0.259 0.286 0.239
O 28.348 -5.742 19.913 -0.001 0.155 0.325
O 26.467 -1.706 18.983 -0.006 0.629 0.288
O 28.611 -2.47 20.266 0.284 -0.412 0.45
O -19.013 -0.015 -4.226 -0.485 -0.098 0.179
O 27.714 2.106 -2.921 0.279 0.399 -0.068
O 27.366 4.65 -3.651 -0.123 0.067 0.255
O 28.754 -7.811 -0.761 0.262 -0.404 0.123
O -20.265 -6.539 -7.683 0.559 0.233 0.072
O -20.481 -5.315 -5.39 0.791 0.101 -0.242
O -27.694 -7.807 25.347 -0.18 0.25 -0.717
O 30.761 1.465 -3.853 0.371 0.147 -0.333
O -20.363 3.825 -7.989 0.115 -0.312 0.481
O 30.966 4.038 -4.411 0.027 0.604 0.35
O -22.802 -0.342 -6.636 -0.383 -0.432 -0.029
O 24.591 4.95 23.5 0.048 -0.036 -0.489
O -12.197 -4.025 -1.494 -0.459 -0.062 -0.018
O -26.585 -0.214 -3.672 -0.885 -0.284 0.162
O -25.437 -1.941 -5.326 0.267 -0.002 -0.221
O -26.052 2.143 -2.645 0.362 0.133 -0.149
O -26.501 4.54 -3.668 -0.446 -0.132 -0.175
O -22.185 -1.445 -2.8 0.412 -0.077 -0.469
O -26.232 -3.823 -3.633 0.21 -0.038 -0.196
O 32.236 -5.131 -6.01 -0.104 -0.123 0.008
O -21.98 1.248 -3 0.497 0.14 -0.048
O -28.574 -2.593 -6.377 0.14 -0.063 -0.281
O -22.635 1.989 -5.449 0.202 0.344 -0.522
O -22.532 -6.706 -6.376 -0.056 -0.25 0.516
O -26.195 -4.257 -8.222 -0.117 0.11 -0.105
O -23.708 -3.31 -3.907 0.043 -0.269 -0.378
O 29.064 0.057 19.691 -0.28 -0.033 0.065
O 1.9 -3.72 -3.918 -0.056 0.109 0.04
O 32.512 -3.253 22.119 0.45 -0.18 -0.119
O 30.504 -6.923 20.824 -0.364 -0.297 0.398
O 30.883 -1.404 21.015 0.144 0.025 0.493
O -28.24 -4.325 24.441 0.035 -0.202 -0.07
O -28.762 3.695 19.384 -0.011 0.052 0.167
O 28.844 2.374 23.008 -0.639 -0.118 0.306
O -28.678 -9.368 20.44 0.007 0.143 0.261
O -21.722 -2.012 -8.339 -0.164 -0.016 0.047
O -24.161 -3.701 22.547 0.618 0.158 0.216
O -25.977 -0.741 23.473 -0.005 0.052 0.276
O -24.962 5.39 20.4 0.298 -0.311 0.406
O -23.574 0.699 21.273 0.061 -0.334 0.61
O -25.12 -7.406 19.872 -0.165 -0.218 -0.451
O -25.413 -4.831 20.515 -0.538 0.028 0.135
O -27.339 -0.271 -6.098 -0.419 0.519 -0.169
O -24.039 -2.618 20.147 0.516 -0.175 -0.073
O -21.214 1.356 20.335 0.222 -0.411 0.066
O -26.239 -2.478 21.518 -0.446 -0.184 -0.195
O 25.129 3.751 19.435 -0.111 -0.003 0.388
O 26.444 -4.008 20.283 -0.172 0.195 0.34
O 26.042 -6.552 20.892 -0.468 -0.202 0.024
O 30.87 -3.295 24.104 -0.135 0.571 0.078
O 26.418 -1.719 21.543 0.124 0.203 0.225
O -20.885 0.439 -8.224 -0.141 0.296 0.124
O -28.233 5.178 22.968 -0.391 0.127 0.132
O 32.51 -0.455 -8.027 -0.574 0.06 0.036
O 30.564 2.308 25.075 -0.095 0.277 0.096
O -28.696 -5.81 20.531 0.407 0.016 0.339
O -13.554 -0.481 -7.968 -0.416 -0.116 0.168
O 31.133 5.501 -6.662 0.309 0.103 -0.239
O -26.597 -8.492 21.754 0.136 0.483 0.299
O -26.074 0.141 20.966 -0.316 0.13 -0.12
O -22.212 2.592 22.492 -0.05 0.276 -0.235
O 22.399 3.661 24.176 -0.191 0.363 -0.078
O -23.953 -8.256 22.062 0.542 -0.307 -0.365
O 24.7 2.974 25.221 -0.325 0.232 0.345
O -20.34 -1.197 -6.201 -0.049 -0.644 -0.037
O -23.986 -8.724 -7.389 -0.064 0.016 -0.427
O -28.568 3.372 24.958 0.117 -0.138 0.103
O 27.854 -8.119 22.031 0.344 0.3 0.329
O 26.655 -0.587 23.814 0.256 -0.045 -0.016
O 31.511 -5.495 22.841 -0.505 -0.299 0.401
O -17.997 -2.142 -5.396 -0.134 -0.629 -0.211
O 32.294 1.352 20.398 0.073 -0.513 0.127
O 29.653 1.041 -8.374 0.106 -0.089 -0.297
O 23.206 -4.232 24.692 0.153 -0.273 0.155
O -24.691 -6.251 -7.824 -0.126 0.051 -0.536
O -28.816 -5.588 -8.54 0.063 -0.196 -0.09
O 23.243 -8.338 24.325 -0.153 0.186 0.417
O -25.391 -8.131 24.164 -0.504 -0.11 -0.538
O -24.95 0.673 -5.604 -0.259 0.306 0.304
O 24.488 -0.153 22.456 -0.195 -0.158 0.365
O -24.399 5.667 -2.501 -0.236 0.071 0.62
O -21.844 -9.269 -3.021 -0.094 0.099 -0.388
O -24.545 5.721 -5.059 0.28 0.121 -0.025
O 30.601 -3.224 -5.553 -0.371 -0.198 -0.74
O 24.849 -2.532 23.463 -0.286 0.025 -0.094
O 30.829 3.265 21.566 0.259 0.28 -0.067
O 28.62 2.59 20.321 -0.001 0.165 -0.144
O -24.733 4.164 -7.116 -0.603 -0.066 0.19
O 32.511 -7.762 22.365 -0.12 -0.028 0.837
O -13.844 1.646 20.319 0.279 -0.515 0.064
O 25.434 -7.989 23.026 -0.298 -0.158 -0.054
O 30.579 2.902 -6.69 -0.09 -0.422 0.43
O 29.008 0.267 24.558 0.274 -0.462 0.224
O -23.041 3.709 -3.553 -0.279 -0.126 -0.346
O -27.01 -6.15 -6.64 0.098 -0.421 0.041
O -22.288 4.92 -6.38 0.068 -0.048 0.143
O 29.135 -6.118 -4.329 0.329 0.222 -0.047
O -23.842 -6.093 23.522 0.184 0.049 -0.31
O -28.324 2.584 22.488 0.509 -0.298 -0.16
O 28.303 -3.994 24.45 -0.101 0.383 -0.358
O 32.027 2.026 -8.741 0.212 0.479 -0.212
O 25.785 -4.327 25.131 0.05 -0.241 0.395
O 27.824 -8.407 -4.872 -0.519 0.371 0.264
O -8.698 1.642 -7.684 -0.295 -0.098 -0.136
O -26.817 -1.747 -8.16 0.686 0.272 0.243
O -17.191 4.705 -5.777 -0.129 -0.297 -0.14
O -18.091 0.084 -6.719 0.189 0.595 0.136
O 26.957 -5.861 23.23 0.208 0.505 -0.3
O -23.784 -0.833 24.968 -0.059 -0.258 -0.503
O -28.773 -8.478 -3.321 0.22 -0.47 -0.092
O -0.511 -1.179 -3.938 -0.041 0.065 -0.139
O 29.745 -7.572 -6.51 -0.009 0.26 -0.066
O 17.247 -3.788 -3.903 -0.435 0.128 0.157
O 30.722 -8.37 -8.797 0.2 -0.079 -0.03
O -26.258 3.644 23.754 0.21 0.409 -0.237
O 28.568 4.713 21.875 0.21 0.118 0.306
O -21.864 -4.451 -7.533 -0.191 0.24 0.377
O -12.919 5.149 23.165 -0.163 0.301 0.363
O -24.912 1.479 24.4 0.52 -0.063 -0.206
O 29.494 -1.621 -8.267 0.151 -0.145 0.442
O -20.887 -9.076 -8.123 -0.249 -0.028 -0.496
O -28.215 -0.851 21.961 -0.131 0.252 -0.091
O -17.134 0.168 -2.302 -0.031 -0.502 0.722
O -4.35 0.456 -1.656 -0.234 0.091 -0.285
O -19.857 3.757 -1.536 -0.577 -0.096 -0.161
O -17.431 4.112 -0.741 -0.178 -0.306 0.085
O -19.725 5.408 -5.96 -0.04 0.304 0.435
O -13.642 -7.6 -7.025 0.326 -0.098 -0.039
O -3.8 -5.256 -3.265 0.098 -0.105 -0.006
O -13.547 -8.449 -2.453 0.014 -0.255 0.101
O -14.505 -0.225 -2.049 0.334 -0.358 -0.262
O -15.157 3.435 -1.842 0.168 -0.314 0.233
O -13.051 2.711 -3.143 0.114 -0.336 -0.002
O -15.449 -7.889 -4.178 0.556 -0.137 -0.376
O -15.967 -9.607 -2.303 -0.534 -0.152 -0.303
O -16.796 -5.53 -1.937 -0.098 0.313 0.261
O -12.536 -6.119 -3.131 -0.361 -0.024 0.132
O -9.242 -0.266 -2.062 -0.084 -0.244 -0.005
O -11.607 4.057 -1.301 -0.254 0.35 -0.071
O -11.288 -7.611 -1.374 0.122 0.349 -0.138
O 18.367 -6.122 -3.243 -0.314 -0.071 -0.334
O -9.697 -3.813 -0.513 0.026 0.227 -0.543
O -7.559 4.287 -1.199 0.455 0.007 -0.105
O -5.439 2.907 -3.9 0.134 -0.02 -0.508
O -7.403 -7.561 -1.182 -0.301 -0.075 -0.369
O 8.436 4.868 -6.432 0.173 -0.231 0.537
O -7.253 -3.705 -1.352 0.361 -0.105 -0.153
O -5.91 -3.861 -3.527 0.296 0.4 -0.365
O -15.097 1.127 0.158 -0.528 0.146 -0.156
O -15.013 -1.465 0.123 -0.228 -0.153 -0.56
O -15.253 3.56 1.132 -0.059 0.059 -0.243
O -15.329 -3.881 0.958 -0.061 -0.054 -0.448
O -15.3 -6.365 0.09 0.198 -0.326 -0.149
O -3.954 -1.423 0.134 0.413 -0.199 -0.405
O -3.293 2.835 0.295 0.632 -0.071 -0.435
O -4.773 -8.113 -1.526 0.068 -0.406 -0.448
O -3.849 -3.863 0.985 -0.039 -0.049 -0.235
O -4.01 -6.309 0.186 -0.282 0.436 -0.428
O -8.178 -5.642 18.881 0.214 -0.054 0.503
O -17.801 -5.749 19.932 -0.034 0.2 0.12
O -19.671 -1.674 18.954 -0.089 0.527 -0.082
O -17.575 -2.415 20.302 0.086 -0.587 0.16
O -3.625 0.074 -4.186 -0.52 0.081 -0.389
O -18.363 2.28 -3.118 0.717 0.064 -0.067
O -18.684 4.854 -3.626 0.174 0.31 0.363
O -17.451 -7.736 -0.61 0.097 -0.402 -0.064
O -5.043 -6.773 -7.784 0.662 -0.108 0.148
O -5.257 -5.495 -5.457 0.5 -0.033 -0.443
O -12.519 -7.855 25.239 -0.445 0.155 -0.746
O -15.885 -1.07 -4.154 0.1 0.072 -0.258
O -15.346 1.53 -3.736 -0.157 -0.027 -0.544
O -14.966 3.988 -4.48 -0.176 0.195 0.045
O -7.544 -0.463 -6.526 -0.377 -0.396 0.328
O -21.611 4.991 23.377 0.456 0.033 -0.134
O -17.024 -5.856 -4.611 -0.027 0.269 -0.446
O -11.355 -0.313 -3.487 -0.298 -0.365 0.116
O -10.115 -2.022 -5.101 -0.069 0.033 -0.465
O -10.623 1.971 -2.45 0.189 0.008 -0.301
O -11.067 4.265 -3.846 -0.398 -0.278 -0.449
O 15.667 0.986 22.775 -0.086 -0.362 -0.08
O -10.895 -4.173 -3.745 0.097 -0.378 0.041
O -14.063 -5.184 -6.003 -0.53 -0.315 0.094
O -7.231 1.21 -2.949 -0.194 0.025 0.263
O -7.002 -1.477 -2.786 0.433 -0.007 -0.193
O -7.354 1.939 -5.457 0.337 0.113 -0.46
O -7.298 -6.876 -6.467 -0.026 -0.307 0.482
O -10.781 -4.265 -8.274 -0.038 -0.168 -0.216
O -8.423 -3.481 -3.749 -0.128 0.015 -0.062
O -17.092 0.097 19.658 -0.346 -0.012 0.118
O -19.877 5.722 20.667 -0.068 -0.056 0.308
O -13.69 -3.276 22.047 0.187 -0.083 -0.289
O -15.614 -6.901 20.816 -0.019 -0.449 0.491
O -15.288 -1.378 20.971 -0.131 0.15 0.454
O -10.124 -4.472 24.687 0.058 0.034 -0.016
O -15.162 1.007 22.692 0.272 -0.526 -0.144
O -13.49 5.355 20.585 -0.067 -0.303 0.137
O -6.304 -2.131 -8.133 0.263 0.092 -0.118
O -8.836 -3.759 22.476 0.588 0.493 0.167
O -10.929 -1.007 23.785 0.025 -0.104 0.051
O -9.494 2.209 20.366 0.058 0.305 0.593
O -9.262 -0.152 19.227 -0.269 0.362 -0.669
O -7.87 0.397 21.357 -0.016 -0.612 0.45
O -9.954 -7.333 19.945 -0.154 -0.072 -0.233
O -10.168 -4.772 20.429 -0.436 -0.003 0.314
O -11.961 -0.382 -5.974 -0.226 0.521 0.2
O -8.778 -2.578 20.151 0.591 0.02 0.218
O -5.806 1.812 20.395 0.025 -0.057 0.1
O -10.947 -2.513 21.6 -0.499 -0.131 -0.248
O -21.023 3.76 19.388 -0.044 -0.089 0.121
O -19.707 -3.987 20.251 -0.255 0.114 0.42
O -20.117 -6.512 20.904 -0.479 -0.258 0.018
O -15.246 -3.362 24.056 0.136 0.34 -0.422
O -19.845 -1.692 21.492 -0.323 -0.002 -0.057
O -5.589 0.384 -8.014 -0.234 0.535 0.134
O -11.241 -9.084 21.459 0.049 -0.324 0.425
O -15.606 2.24 24.969 -0.299 0.211 0.117
O -13.262 -5.806 20.455 0.33 0.294 0.451
O -13.455 -3.742 -3.907 -0.33 0.481 -0.1
O -14.875 5.546 -6.612 0.56 -0.127 0.323
O -10.5 0.122 21.521 -0.145 0.212 0.13
O -7.068 2.601 22.535 -0.237 0.299 -0.156
O -17.097 0.167 24.49 0.186 -0.703 0.139
O -8.622 -6.192 23.351 0.177 0.06 -0.262
O -21.258 2.959 24.94 0.244 0.522 0.368
O -5.032 -1.208 -5.997 -0.249 -0.339 0.153
O -8.807 -8.835 -7.575 -0.458 -0.026 -0.465
O -13.17 3.204 25.07 0.17 0.001 0.149
O -19.391 -0.817 23.858 0.446 0.128 -0.107
O -14.434 -5.607 22.844 -0.267 -0.331 0.444
O -2.64 -2.11 -5.287 0.016 -0.272 -0.394
O 3.215 -5.927 -3.219 0.273 -0.06 0.029
O -16.509 1.15 -8.46 -0.021 -0.014 -0.18
O -22.994 -4.034 24.856 -0.025 -0.263 0.489
O -9.472 -6.341 -7.839 0.043 0.117 -0.63
O -13.421 -5.474 -8.523 -0.099 0.04 0.093
O -22.815 -8.326 24.477 0.067 0.139 0.851
O -10.324 -8.115 23.937 -0.476 -0.093 -0.203
O -9.609 0.573 -5.351 -0.295 0.314 0.036
O -21.461 0.069 22.612 -0.227 0.034 0.067
O -9.246 5.727 -2.625 -0.301 0.361 0.314
O 30.755 5.733 -1.907 0.466 0.073 -0.189
O -9.354 -9.61 -5.193 -0.149 0.422 -0.274
O -15.534 -3.161 -5.548 -0.093 0.068 -0.556
O -21.417 -2.45 23.432 -0.205 -0.122 -0.473
O -15.415 3.344 21.598 0.153 0.344 -0.404
O -17.568 2.623 20.289 -0.529 0.148 -0.017
O -9.523 4.053 -7.134 -0.643 -0.167 0.325
O -13.518 -7.897 22.09 0.056 0.045 0.871
O -8.723 -8.47 21.937 0.19 0.008 0.049
O -20.707 -7.94 23.055 -0.131 0.213 -0.297
O -15.488 2.991 -6.849 0.082 -0.637 0.113
O 31.066 1.02 22.846 0.272 -0.603 0.097
O -7.84 3.774 -3.678 -0.16 0.031 -0.128
O -11.67 -5.955 -6.521 0.204 -0.359 0.757
O -6.083 -6.586 -3.218 0.015 -0.011 0.122
O -17.012 -3.459 -3.423 -0.028 0.181 0.485
O -9.54 -4.458 -5.943 0.207 0.03 -0.044
O -13.035 2.596 22.547 0.417 -0.187 -0.005
O -17.832 -3.917 24.439 -0.072 0.176 -0.539
O -14.056 1.943 -8.821 0.348 0.473 -0.006
O -20.369 -4.238 25.057 -0.087 -0.147 0.166
O -17.997 -8.317 -4.84 -0.305 0.313 0.148
O -25.611 -4.484 24.612 -0.058 -0.253 -0.159
O -11.335 -1.76 -8.127 0.8 0.372 -0.149
O -2.03 4.735 -6.05 -0.139 0.15 -0.073
O -2.78 0.006 -6.726 0.133 0.627 -0.049
O -19.158 -5.823 23.23 -0.143 0.219 -0.317
O -8.58 -0.954 25.002 0.111 -0.275 -0.344
O -27.681 -5.995 -3.222 -0.154 -0.076 -0.186
O 10.428 -4.12 24.975 0.034 -0.179 0.237
O -16.237 -7.518 -6.613 -0.367 0.343 -0.381
O 14.973 5.719 -2.675 -0.464 0.032 -0.272
O -15.307 -8.521 -8.858 0.455 0.039 -0.138
O -10.922 3.546 23.73 0.27 0.358 -0.193
O -17.709 4.7 21.907 0.047 0.104 0.571
O -6.544 -4.632 -7.635 -0.268 0.198 0.131
O -17.39 2.317 22.97 -0.616 0.099 0.202
O -9.748 1.311 24.405 -0.108 -0.102 -0.334
O -16.536 -1.484 -8.257 0.503 0.005 0.704
O -5.763 -9.241 -8.41 0.166 -0.403 -0.274
O -12.875 -0.838 21.904 -0.294 0.441 0.257
O -23.859 1.805 -7.774 0.032 -0.267 -0.295
O -1.682 0.207 24.587 0.356 -0.191 0.181
O 25.788 3.779 -8.096 0.162 -0.393 0.263
O 9.401 -6.606 -3.27 -0.001 0.058 -0.443
O -2.054 4.658 -1.145 0.017 0.189 -0.286
O -25.043 -4.5 -5.86 0.327 -0.142 0.09
O -11.296 -8.449 -3.82 0.035 -0.057 -0.684
O 9.5 -3.87 -3.482 0.37 0.335 -0.06
O 12.585 0.11 -6.732 0.314 0.586 -0.028
O 8.746 -4.6 -7.579 -0.341 -0.136 0.033
O 24.8 -6.578 -3.269 -0.098 -0.117 -0.538
O -4.9 -4.087 24.869 0.018 0.401 0.213
O -13.123 -2.71 -6.41 0.451 -0.247 -0.002
O -28.824 -3.687 -3.904 -0.323 0.178 0.119
O -5.211 3.672 -7.997 -0.144 -0.405 0.291
O -1.69 -3.564 -3.435 0.172 0.19 0.344
O 10.347 3.754 -8.044 -0.285 -0.433 0.307
O -18.311 -8.099 22.021 0.231 0.224 0.408

Results
total energy: -418576.144 eV
total energy less fixed offsets of O -438.25, Si -107.07 eV per atom: -10.524 eV
